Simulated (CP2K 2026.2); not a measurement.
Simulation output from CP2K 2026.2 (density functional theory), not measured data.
Periodic cell of 3456 atoms, Si2304O1152, from a study of silicon, its oxide and their interface. The atomic structure is a simulated model.
Doubt: the forces sum to 5.37 eV/angstrom along one axis rather than to zero, so they err by at least 0.0016 eV/angstrom per atom on average; the grid cutoff is modest.

Settings
functional: PBE
method: Gaussian and plane waves
basis set: DZVP-MOLOPT-SR-GTH
pseudopotentials: GTH-PBE
grid cutoff: 300 Ry, relative cutoff 40 Ry
k points: Gamma only
occupations: fixed
spin: none
net charge: 0

Cell vectors (angstrom)
a 130.56 0 0
b 0 16.32 0
c -5.2331 5.9016 27.8018

Atoms: element, x, y, z (angstrom)
Si 1.847 -1.619 -0.118
Si 4.313 1.098 0.295
Si 1.16 4.348 -0.122
Si 4.646 6.363 -0.072
Si 1.099 -6.39 0.136
Si 3.836 -3.962 0.275
Si 6.319 -1.199 0.004
Si 8.869 1.731 -0.15
Si 6.778 4.06 0.274
Si 9.375 6.882 0.422
Si 7.288 9.107 0.041
Si 9.819 11.783 -0.079
Si 12.289 -1.12 0.073
Si 15.086 1.325 0.263
Si 11.42 4.559 0.039
Si 15.054 6.533 0.003
Si 11.978 9.476 -0.105
Si 15.296 11.904 -0.225
Si 2.763 -0.114 1.464
Si 5.432 2.69 1.553
Si 2.819 5.446 1.18
Si 5.569 8.069 1.303
Si 2.638 -5.407 1.566
Si 5.364 -2.712 1.492
Si 7.97 0.024 1.217
Si 10.54 2.788 1.28
Si 8.05 5.447 1.642
Si 10.86 8.232 1.544
Si 8.26 10.791 1.373
Si 10.829 -2.689 1.112
Si 13.549 0.135 1.527
Si 16.294 2.818 1.544
Si 13.365 5.436 1.226
Si 16.181 8.117 1.355
Si 13.6 10.82 1.079
Si 16.388 -2.673 1.016
Si 1.324 1.388 2.593
Si 4.003 4.111 2.731
Si 1.48 6.873 2.602
Si 4.149 9.491 2.654
Si 1.295 -3.95 2.804
Si 4.057 -1.39 2.909
Si 6.794 1.322 2.821
Si 9.427 4.073 2.88
Si 6.729 6.852 2.905
Si 9.534 9.586 2.882
Si 6.844 12.223 2.66
Si 9.441 -1.338 2.519
Si 12.065 1.521 2.66
Si 14.765 4.15 2.698
Si 12.236 6.824 2.758
Si 14.865 9.553 2.635
Si 12.255 12.275 2.489
Si 15.002 -1.389 2.583
Si -0.039 0.116 4.015
Si 2.64 2.75 4.045
Si 0.062 5.51 3.967
Si 2.756 8.211 4.053
Si -0.076 -5.352 4.072
Si 2.661 -2.687 4.216
Si 5.406 0.032 4.181
Si 8.092 2.708 4.196
Si 5.331 5.47 4.15
Si 8.135 8.225 4.185
Si 5.451 10.908 4.038
Si 8.148 -2.662 4.003
Si 10.778 0.036 3.955
Si 13.46 2.793 4.073
Si 10.847 5.484 4.117
Si 13.57 8.225 4.076
Si 10.93 11.019 4.05
Si 13.594 -2.707 3.929
Si 1.293 -1.218 10.83
Si 4.069 1.487 10.894
Si 1.305 4.234 10.917
Si 4.05 6.918 10.868
Si 1.336 9.696 10.798
Si 4.034 -3.95 10.852
Si 6.808 -1.179 10.907
Si 9.513 1.468 10.932
Si 6.794 4.197 10.85
Si 9.482 6.872 10.857
Si 6.782 9.638 10.839
Si 9.544 -3.943 10.853
Si 12.25 -1.232 10.829
Si 14.93 1.405 10.766
Si 12.157 4.145 10.846
Si 14.912 6.897 10.737
Si 12.252 9.642 10.793
Si 14.96 -3.945 10.804
Si 2.638 0.139 12.179
Si 5.48 2.854 12.23
Si 2.706 5.585 12.262
Si 5.406 8.307 12.199
Si 2.662 -5.3 12.225
Si 5.376 -2.529 12.163
Si 8.165 0.161 12.357
Si 10.869 2.805 12.333
Si 8.111 5.535 12.264
Si 10.9 8.254 12.119
Si 8.175 10.992 12.162
Si 10.882 -2.528 12.202
Si 13.614 0.092 12.215
Si 16.294 2.809 12.031
Si 13.514 5.581 12.097
Si 16.292 8.304 11.999
Si 13.606 11.02 12.144
Si 16.324 -2.611 12.203
Si 1.315 1.52 13.548
Si 4.144 4.211 13.58
Si 1.349 7.051 13.537
Si 4.047 -6.664 13.567
Si 1.308 -3.908 13.58
Si 3.973 -1.206 13.549
Si 6.796 1.577 13.717
Si 9.456 4.186 13.682
Si 6.737 6.957 13.583
Si 9.582 9.61 13.47
Si 6.799 -3.887 13.412
Si 9.595 -1.198 13.688
Si 12.314 1.42 13.672
Si 14.9 4.195 13.325
Si 12.228 6.948 13.54
Si 15.001 9.643 13.444
Si 12.273 -3.88 13.487
Si 15.022 -1.192 13.598
Si 0.041 0.329 15.124
Si 2.73 2.859 14.853
Si -0.075 5.714 14.824
Si 2.723 8.328 15
Si -0.106 -5.3 14.809
Si 2.689 -2.618 14.977
Si 5.272 0.239 14.894
Si 8.117 2.898 15.232
Si 5.369 5.637 15.008
Si 8.222 8.278 14.853
Si 5.448 -5.223 14.749
Si 8.116 -2.589 14.864
Si 10.999 0.078 15.172
Si 13.713 2.925 14.886
Si 10.873 5.611 14.938
Si 13.635 8.334 14.826
Si 10.892 11.066 14.767
Si 13.729 -2.651 14.904
Si 1.586 -1.054 16.326
Si 3.676 1.296 16.357
Si 1.42 4.397 15.99
Si 3.644 6.614 16.361
Si 1.091 -6.769 16.15
Si 4.39 -3.722 16.207
Si 6.462 -1.376 16.007
Si 9.865 1.768 16.443
Si 6.967 4.689 16.452
Si 9.345 6.785 16.304
Si 6.969 -6.455 15.972
Si 9.173 -4.297 16.074
Si 12.569 -1.326 16.41
Si 15.507 2.123 16.199
Si 12.092 4.034 16.163
Si 15.306 7.058 15.852
Si 12.547 10.04 16.056
Si 14.891 -4.218 16.258
Si 14.022 0.621 18.327
Si 13.707 7.715 -5.329
Si 2.691 2.533 -2.046
Si 10.25 -5.481 -6.945
Si -3.353 2.895 -6.381
Si 4.252 -5.021 19.114
Si 15.454 -0.906 20.666
Si 15.811 -6.502 -6.09
Si 6.786 -0.862 18.884
Si 13.607 5.865 17.992
Si 9.662 -4.227 20.435
Si 10.511 -2.545 18.216
Si 12.366 2.26 20.002
Si 22.924 -5.999 -5.193
Si 18.566 -4.243 -2.838
Si 6.374 7.612 -4.846
Si 15.159 -0.175 -3.66
Si 16.649 -2.634 18.419
Si 10.59 2.441 -4.424
Si -1.387 7.861 19.12
Si 4.863 3.256 -4.215
Si 3.485 -3.722 -6.013
Si 8.088 -6.166 -5.129
Si 5.176 -7.79 18.288
Si 11.44 8.121 18.103
Si 14.613 2.669 -2.379
Si 6.875 -3.627 20.16
Si 17.302 0.386 -5.527
Si 9.03 -4.085 -3.048
Si 5.585 4.38 19.357
Si 7.096 5.3 -6.828
Si 16.733 -3.919 -5.038
Si 0 -5.655 18.587
Si 9.442 0.092 18.976
Si 14.994 -2.645 -6.883
Si 3.419 2.496 19.266
Si 6.543 -2.821 -2.759
Si 5.357 1.077 -6.19
Si -6.074 -6.294 20.539
Si 5.453 -5.644 -1.902
Si 14.471 0.105 -6.426
Si 12.17 -3.402 -6.497
Si 18.956 0.61 -2.23
Si 10.677 0.273 -2.265
Si 11.782 -6.332 20.324
Si 14.021 -2.497 -2.009
Si 4.395 7.927 -2.802
Si 4.417 -1.279 -4.454
Si 6.515 7.104 20.65
Si 12.134 4.382 -2.814
Si 13.117 7.351 -2.278
Si 23.604 -3.29 -4.601
Si 11.401 -2.388 -3.764
Si 7.513 2.703 -5.114
Si 17.453 -0.785 -0.114
Si 20.676 1.057 0.122
Si 17.402 4.433 0.28
Si 20.833 6.467 0.121
Si 17.402 9.542 0.002
Si 20.223 12.191 -0.371
Si 22.9 -1.174 0.001
Si 26.046 1.229 -0.022
Si 22.96 4.187 0.277
Si 25.84 6.882 0.478
Si 23.52 8.846 0
Si 25.919 11.946 0.072
Si 28.303 -1.033 -0.104
Si 31.458 1.248 -0.356
Si 28.113 4.716 -0.065
Si 31.643 6.701 0.044
Si 28.236 9.84 0.121
Si 31.698 11.927 -0.026
Si 19.004 0.067 1.437
Si 21.726 2.665 1.466
Si 19.065 5.553 1.4
Si 21.916 8.005 1.49
Si 19.095 10.75 1.153
Si 21.584 -2.757 1.134
Si 24.497 -0.004 1.284
Si 27.192 2.886 1.215
Si 24.483 5.386 1.592
Si 27.233 8.315 1.6
Si 24.415 10.691 1.288
Si 27.18 -2.694 1.208
Si 30.008 0.039 1.114
Si 32.606 2.707 1.185
Si 29.939 5.552 1.224
Si 32.827 8.196 1.394
Si 30.009 10.889 1.278
Si 32.878 -2.784 1.251
Si 17.696 1.442 2.807
Si 20.34 4.076 2.748
Si 17.656 6.884 2.716
Si 20.452 9.483 2.613
Si 17.737 12.27 2.468
Si 20.353 -1.41 2.657
Si 23.168 1.322 2.72
Si 25.901 4.03 2.799
Si 23.157 6.73 2.947
Si 25.789 9.593 2.857
Si 23.019 12.186 2.503
Si 25.851 -1.373 2.628
Si 28.625 1.435 2.508
Si 31.242 4.067 2.588
Si 28.665 6.859 2.743
Si 31.338 9.516 2.693
Si 28.624 12.314 2.593
Si 31.404 -1.344 2.495
Si 16.294 0 4.005
Si 19.028 2.764 4.158
Si 16.234 5.5 4.015
Si 19.039 8.225 4.029
Si 16.312 10.951 3.884
Si 19.005 -2.755 3.99
Si 21.766 -0.055 4.008
Si 24.515 2.666 4.102
Si 21.713 5.385 4.153
Si 24.509 8.165 4.192
Si 21.749 10.883 3.986
Si 24.443 -2.766 3.912
Si 27.259 0.028 3.915
Si 29.94 2.715 3.999
Si 27.279 5.454 4.066
Si 30.01 8.185 4.112
Si 27.255 10.98 4.044
Si 30.014 -2.67 3.937
Si 17.67 -1.334 10.761
Si 20.394 1.358 10.709
Si 17.676 4.133 10.69
Si 20.432 6.838 10.69
Si 17.678 9.659 10.729
Si 20.405 -4.037 10.843
Si 23.123 -1.39 10.84
Si 25.849 1.259 10.828
Si 23.093 4.064 10.683
Si 25.782 6.813 10.757
Si 23.115 9.55 10.838
Si 25.821 -4.094 10.885
Si 28.54 -1.403 10.909
Si 31.26 1.315 10.835
Si 28.538 4.031 10.741
Si 31.242 6.831 10.779
Si 28.531 9.582 10.88
Si 31.239 -4.042 10.943
Si 19.044 0.021 12.075
Si 21.787 2.679 12.04
Si 19.099 5.457 11.994
Si 21.725 8.166 12.133
Si 19.012 10.949 12.183
Si 21.763 -2.699 12.244
Si 24.477 -0.083 12.242
Si 27.255 2.612 12.115
Si 24.352 5.467 12.056
Si 27.111 8.177 12.131
Si 24.453 10.885 12.265
Si 27.161 -2.765 12.293
Si 29.924 -0.039 12.243
Si 32.597 2.712 12.154
Si 29.847 5.445 12.058
Si 32.564 8.232 12.12
Si 29.846 10.953 12.324
Si 32.599 -2.712 12.363
Si 17.678 1.439 13.329
Si 20.455 4.064 13.344
Si 17.729 6.925 13.179
Si 20.335 9.498 13.489
Si 17.676 -3.983 13.563
Si 20.373 -1.274 13.538
Si 23.064 1.317 13.488
Si 25.743 3.999 13.196
Si 22.997 6.774 13.542
Si 25.763 9.428 13.606
Si 23.102 -4.066 13.661
Si 25.807 -1.442 13.689
Si 28.601 1.307 13.624
Si 31.162 4.098 13.419
Si 28.467 6.779 13.397
Si 31.277 9.578 13.588
Si 28.437 -4.071 13.795
Si 31.241 -1.315 13.739
Si 16.365 0.311 14.873
Si 19.07 2.746 14.635
Si 16.361 5.598 14.42
Si 18.951 8.103 14.765
Si 16.375 10.913 14.899
Si 18.969 -2.568 14.925
Si 21.699 0.096 14.967
Si 24.488 2.707 14.662
Si 21.644 5.343 14.879
Si 24.323 8.105 14.972
Si 21.633 10.829 14.883
Si 24.476 -2.763 15.177
Si 27.181 -0.044 14.987
Si 29.968 2.776 14.923
Si 27.014 5.348 14.523
Si 29.838 8.113 14.733
Si 27.075 10.682 15.109
Si 29.82 -2.596 15.16
Si 17.873 -0.857 16.186
Si 20.091 1.343 16.22
Si 17.693 4.242 15.712
Si 19.857 6.367 16.055
Si 17.453 9.252 16.183
Si 20.54 -3.833 16.118
Si 22.759 -1.531 16.313
Si 25.99 1.625 16.081
Si 23.335 4.158 16.031
Si 25.512 6.369 15.999
Si 23.016 9.595 16.319
Si 25.396 -4.631 16.417
Si 28.547 -1.112 16.607
Si 31.786 1.991 16.262
Si 28.156 3.868 15.888
Si 31.32 6.992 16.112
Si 28.834 9.516 16.29
Si 30.845 -4.302 16.402
Si 30.308 0.655 18.553
Si 30.966 7.787 -2.763
Si 17.538 3.18 -2.323
Si 29.243 4.832 -6.449
Si 18.245 3.327 -5.098
Si 18.392 -6.984 19.148
Si 34.647 8.223 -6.491
Si 33.512 -7.604 -3.817
Si 21.892 -1.362 19.184
Si 29.592 7.467 18.515
Si 26.272 -4.515 19.436
Si 34.682 1.942 -6.439
Si 34.631 -3.462 -6.723
Si 39.219 -6.19 -6.023
Si 31.294 5.198 -4.315
Si 22.473 5.234 -6.384
Si 31.79 1.533 -5.993
Si 32.591 -1.282 19.228
Si 22.997 2.834 -4.518
Si 22.434 1.361 -6.878
Si 19.452 5.324 -6.678
Si 14.1 4.627 20.606
Si 26.943 6.763 -6.891
Si 21.111 8.082 18.416
Si 27.436 5.632 18.085
Si 32.957 -0.748 -2.231
Si 27.192 4.681 -2.734
Si 25.6 0.883 19.034
Si 26.365 7.379 -3.888
Si 22.816 1.179 20.523
Si 23.44 7.508 -4.502
Si 28.661 -4.184 -4.155
Si 19.666 -3.303 18.879
Si 32.874 4.204 -6.544
Si 26.805 3.508 20.104
Si 21.669 3.069 18.336
Si 21.402 -4.547 -3.116
Si 22.2 -1.222 -6.07
Si 18.449 8.13 -5.483
Si 18.644 -7.245 -2.631
Si 27.427 -1.791 -2.681
Si 27.349 -1.728 19.289
Si 35.697 3.076 -2.07
Si 28.166 2.709 -4.799
Si 29.896 -0.695 -6.74
Si 31.344 -3.26 -2.893
Si 21.474 8.242 -2.215
Si 21.063 0.81 -4.468
Si 21.988 5.511 19.817
Si 24.756 3.08 -2.016
Si 28.405 -7.1 -2.864
Si 33.947 -4.585 -4.105
Si 24.777 -2.576 -2.001
Si 27.487 -0.117 -5.2
Si 34.699 -1.976 -0.111
Si 37.128 1.416 0.134
Si 33.753 4.35 -0.019
Si 36.989 6.592 0.175
Si 34.038 9.849 0.195
Si 36.907 12.17 0.4
Si 39.11 -1.028 -0.18
Si 42.604 1.208 -0.06
Si 39.292 4.396 0.173
Si 42.484 6.744 0.436
Si 39.048 9.878 0.07
Si 42.456 11.836 0.255
Si 44.66 -1.221 0.19
Si 47.47 1.125 0.099
Si 44.647 4.586 0.047
Si 47.779 6.724 0.279
Si 44.813 9.691 0.222
Si 47.833 11.994 0.055
Si 35.512 -0.035 1.153
Si 38.282 2.788 1.576
Si 35.38 5.4 1.374
Si 38.077 8.231 1.457
Si 35.445 10.921 1.691
Si 38.257 -2.601 1.441
Si 40.866 0.035 1.139
Si 43.63 2.821 1.32
Si 40.877 5.474 1.53
Si 43.716 8.2 1.698
Si 40.774 10.804 1.479
Si 43.506 -2.775 1.473
Si 46.254 -0.17 1.562
Si 48.903 2.585 1.414
Si 46.213 5.522 1.532
Si 48.958 8.263 1.571
Si 46.339 10.896 1.516
Si 49.043 -2.691 1.29
Si 34.053 1.319 2.52
Si 36.749 4.079 2.789
Si 34.11 6.807 2.781
Si 36.771 9.484 2.931
Si 34.045 12.307 2.884
Si 36.81 -1.279 2.741
Si 39.643 1.336 2.766
Si 42.235 4.042 2.817
Si 39.493 6.873 2.824
Si 42.162 9.497 2.896
Si 39.56 12.305 2.827
Si 42.124 -1.338 2.711
Si 44.935 1.402 2.764
Si 47.566 4.014 2.8
Si 44.993 6.82 3.034
Si 47.605 9.546 2.952
Si 44.935 12.254 2.842
Si 47.689 -1.474 2.828
Si 32.705 0.002 3.95
Si 35.38 2.652 4.036
Si 32.653 5.413 4.01
Si 35.412 8.12 4.236
Si 32.655 10.885 4.117
Si 35.457 -2.647 4.148
Si 38.192 0.027 4.124
Si 40.923 2.679 4.203
Si 38.114 5.464 4.146
Si 40.838 8.149 4.267
Si 38.161 10.92 4.181
Si 40.879 -2.68 4.211
Si 43.537 0.013 4.097
Si 46.255 2.696 4.221
Si 43.561 5.408 4.243
Si 46.318 8.182 4.358
Si 43.551 10.897 4.209
Si 46.303 -2.758 4.226
Si 33.971 -1.415 10.916
Si 36.748 1.307 10.935
Si 34.003 4.036 10.821
Si 36.738 6.789 10.919
Si 34.014 9.576 10.889
Si 36.721 -4.088 11.029
Si 39.442 -1.406 11.061
Si 42.208 1.296 11.089
Si 39.487 4.048 10.971
Si 42.164 6.788 11.078
Si 39.475 9.504 11.054
Si 42.189 -4.131 11.099
Si 44.94 -1.413 11.119
Si 47.674 1.298 11.004
Si 44.89 4.051 10.997
Si 47.606 6.784 10.982
Si 44.918 9.533 11.104
Si 47.654 -4.047 11.095
Si 35.358 -0.078 12.239
Si 38.15 2.646 12.288
Si 35.358 5.374 12.18
Si 38.073 8.123 12.345
Si 35.328 10.883 12.385
Si 38.075 -2.767 12.456
Si 40.805 -0.071 12.451
Si 43.605 2.679 12.417
Si 40.779 5.399 12.419
Si 43.533 8.152 12.456
Si 40.835 10.825 12.493
Si 43.537 -2.777 12.487
Si 46.4 -0.078 12.429
Si 49.017 2.67 12.348
Si 46.24 5.41 12.351
Si 49.003 8.189 12.239
Si 46.253 10.955 12.476
Si 49.061 -2.738 12.503
Si 33.962 1.32 13.468
Si 36.776 4.035 13.544
Si 33.859 6.756 13.342
Si 36.677 9.439 13.703
Si 33.938 -4.068 13.77
Si 36.641 -1.378 13.75
Si 39.427 1.301 13.783
Si 42.158 3.998 13.759
Si 39.367 6.763 13.783
Si 42.196 9.469 13.918
Si 39.429 -4.172 13.863
Si 42.144 -1.446 13.847
Si 45.101 1.344 13.729
Si 47.6 4.045 13.688
Si 44.901 6.753 13.764
Si 47.758 9.6 13.66
Si 44.853 -4.066 13.972
Si 47.74 -1.367 13.948
Si 32.644 0.149 15.011
Si 35.361 2.656 14.742
Si 32.483 5.478 14.726
Si 35.194 7.957 14.761
Si 32.586 10.896 15.155
Si 35.248 -2.692 15.182
Si 37.975 0.011 15.139
Si 40.806 2.614 15.179
Si 37.975 5.336 15.095
Si 40.793 8.028 15.202
Si 38.021 10.695 15.192
Si 40.77 -2.778 15.32
Si 43.641 -0.004 14.943
Si 46.488 2.635 15.212
Si 43.543 5.339 15.133
Si 46.344 8.232 14.9
Si 43.487 10.846 15.428
Si 46.256 -2.668 15.341
Si 34.14 -0.961 16.445
Si 36.352 1.273 16.351
Si 33.967 4.118 15.825
Si 36.093 6.293 16.174
Si 33.696 9.054 16.166
Si 36.849 -3.962 16.375
Si 39.021 -1.644 16.455
Si 42.5 1.428 16.358
Si 39.586 4.209 16.419
Si 41.898 6.382 16.501
Si 39.594 9.489 16.599
Si 41.741 -4.429 16.781
Si 44.957 -1.046 16.562
Si 48.486 1.765 16.433
Si 44.703 3.696 16.365
Si 47.789 7.084 16.306
Si 45.266 9.634 16.432
Si 47.403 -4.346 16.53
Si 46.755 0.787 18.447
Si 44.672 6.657 -4.252
Si 35.055 0.549 -3.879
Si 44.382 8.217 -6.722
Si 30.704 2.338 -3.281
Si 40.377 6.452 -6.748
Si 52.937 -6.019 -6.716
Si 51.789 -6.483 -3.869
Si 38.656 -0.265 19.167
Si 45.823 7.53 18.571
Si 41.504 -3.164 19.671
Si 47.152 5.679 -5.534
Si 45.646 3.695 19.139
Si 54.264 -3.417 -5.626
Si 46.906 -6.097 -4.199
Si 37.908 4.633 -6.746
Si 46.236 -2.657 -2.136
Si 53.681 7.563 -6.342
Si 42.37 1.428 -3.13
Si 39.812 2.178 -6.765
Si 37.12 5.21 -3.965
Si 36.049 -2.463 -4.277
Si 36.865 -5.445 19.04
Si 39.187 -6.798 19.549
Si 43.069 6.598 19.423
Si 46.127 1.325 -4.312
Si 46.275 8.1 -2.13
Si 46.968 3.034 -6.743
Si 41.533 6.21 -3.885
Si 44.533 -4.343 -4.133
Si 37.032 -7.928 -4.598
Si 49.419 -4.634 -4.04
Si 35.583 8.2 18.378
Si 51.617 5.714 -5.865
Si 48.262 -2.074 -7.001
Si 38.057 2.595 18.598
Si 36.341 -1.507 20.52
Si 38.785 -1.626 -3.221
Si 31.178 -3.853 19.522
Si 41.052 -7.807 -1.786
Si 42.939 -3.033 -6.156
Si 42.846 -0.585 18.623
Si 51.198 0.742 -1.931
Si 42.712 2.311 -5.84
Si 49.832 -1.808 -4.437
Si 41.868 -4.974 -2.551
Si 35.666 -7.977 -2.033
Si 39.387 1.214 -4.045
Si 48.124 -0.244 -2.744
Si 39.635 4.105 -2.855
Si 46.283 2.97 -1.804
Si 48.159 -4.933 -6.629
Si 40.242 -3.757 -4.75
Si 43.688 -0.251 -4.881
Si 50.797 -1.467 0.214
Si 53.252 1.079 0.201
Si 49.947 4.373 0.312
Si 53.124 6.527 0.078
Si 50.012 9.729 0.073
Si 52.978 12.623 -0.044
Si 55.761 -0.794 -0.015
Si 58.602 1.282 0.391
Si 55.463 4.369 -0.054
Si 58.293 6.908 0.123
Si 56.123 9.18 0.136
Si 58.848 11.943 -0.026
Si 60.965 -0.854 -0.042
Si 63.625 1.643 0.173
Si 61.592 3.89 0.502
Si 64.111 6.458 0.261
Si 61.031 9.635 0.066
Si 64.342 11.969 -0.186
Si 51.868 -0.065 1.693
Si 54.403 2.754 1.345
Si 51.637 5.439 1.521
Si 54.378 8.119 1.32
Si 51.76 10.915 1.191
Si 54.615 -2.602 1.234
Si 57.089 0.103 1.657
Si 59.875 2.778 1.574
Si 57.065 5.388 1.38
Si 59.9 8.064 1.394
Si 57.231 10.849 1.349
Si 59.937 -2.69 1.176
Si 62.551 0.016 1.428
Si 65.183 2.663 1.596
Si 62.751 5.351 1.791
Si 65.198 8.097 1.523
Si 62.651 10.89 1.195
Si 65.37 -2.868 1.317
Si 50.343 1.325 2.824
Si 53.02 4.032 2.79
Si 50.334 6.854 2.861
Si 53.042 9.537 2.649
Si 50.407 12.235 2.677
Si 53.267 -1.447 2.876
Si 55.7 1.466 2.876
Si 58.438 4.111 2.813
Si 55.716 6.766 2.743
Si 58.547 9.468 2.743
Si 55.829 12.238 2.64
Si 58.508 -1.457 2.694
Si 61.186 1.298 2.86
Si 64.009 3.97 3.095
Si 61.214 6.756 2.828
Si 63.839 9.509 2.742
Si 61.282 12.254 2.584
Si 63.967 -1.452 2.622
Si 49.004 -0.055 4.178
Si 51.683 2.688 4.187
Si 48.958 5.422 4.16
Si 51.726 8.214 4.143
Si 49.046 10.927 4.171
Si 51.767 -2.783 4.125
Si 54.463 0.009 4.236
Si 57.124 2.745 4.192
Si 54.385 5.414 4.136
Si 57.122 8.13 4.08
Si 54.427 10.881 4.015
Si 57.159 -2.781 4.081
Si 59.826 -0.109 4.119
Si 62.542 2.609 4.254
Si 59.819 5.433 4.162
Si 62.542 8.151 4.142
Si 59.92 10.877 4.02
Si 62.612 -2.776 4.014
Si 50.406 -1.43 11.02
Si 53.13 1.342 10.878
Si 50.385 4.008 10.959
Si 53.12 6.786 10.974
Si 50.423 9.539 10.969
Si 53.125 -4.112 11.004
Si 55.884 -1.405 10.898
Si 58.526 1.283 10.866
Si 55.869 4.057 10.924
Si 58.476 6.743 10.833
Si 55.825 9.473 10.95
Si 58.558 -4.14 10.909
Si 61.264 -1.449 10.865
Si 63.944 1.209 10.764
Si 61.261 3.955 10.766
Si 63.949 6.702 10.714
Si 61.256 9.474 10.824
Si 63.978 -4.14 10.78
Si 51.855 -0.049 12.252
Si 54.516 2.668 12.23
Si 51.775 5.367 12.274
Si 54.489 8.132 12.361
Si 51.779 10.851 12.411
Si 54.562 -2.742 12.283
Si 57.224 -0.059 12.294
Si 59.904 2.644 12.163
Si 57.199 5.432 12.323
Si 59.875 8.085 12.11
Si 57.237 10.795 12.283
Si 59.931 -2.793 12.265
Si 62.605 -0.091 12.22
Si 65.374 2.568 11.986
Si 62.648 5.293 12.074
Si 65.365 8.053 11.974
Si 62.606 10.881 12.146
Si 65.338 -2.866 12.19
Si 50.454 1.241 13.58
Si 53.244 4.054 13.609
Si 50.298 6.727 13.493
Si 53.136 9.462 13.766
Si 50.482 -4.095 13.842
Si 53.323 -1.283 13.644
Si 55.856 1.33 13.624
Si 58.668 4.052 13.57
Si 55.818 6.769 13.763
Si 58.606 9.378 13.594
Si 55.904 -4.136 13.63
Si 58.622 -1.404 13.653
Si 61.217 1.304 13.565
Si 64.088 3.909 13.344
Si 61.211 6.641 13.338
Si 64.108 9.518 13.281
Si 61.253 -4.175 13.649
Si 63.963 -1.512 13.533
Si 49.331 -0.058 15.211
Si 51.839 2.648 14.789
Si 48.933 5.479 14.951
Si 51.661 7.955 14.867
Si 49.091 10.86 15.229
Si 52.039 -2.681 14.965
Si 54.69 0.01 15.179
Si 57.184 2.783 14.852
Si 54.467 5.376 15.172
Si 57.339 8.043 15.062
Si 54.604 10.834 15.075
Si 57.348 -2.842 14.988
Si 59.894 -0.004 15.072
Si 62.746 2.636 14.731
Si 60.11 5.332 14.955
Si 62.752 8.001 14.324
Si 59.987 10.638 15.006
Si 62.589 -2.761 15
Si 51.09 -1.201 16.505
Si 52.993 1.27 16.286
Si 50.474 4.092 15.991
Si 52.598 6.329 16.3
Si 50.213 9.051 16.322
Si 53.641 -3.732 16.324
Si 55.987 -1.637 16.466
Si 58.55 1.591 16.248
Si 56.196 4.281 16.386
Si 58.553 6.417 16.338
Si 56.252 9.701 16.311
Si 58.485 -4.434 16.321
Si 61.469 -1.172 16.406
Si 63.732 1.005 16.093
Si 62.004 4.392 16.092
Si 64.033 6.667 15.682
Si 61.79 9.348 15.874
Si 63.769 -4.442 16.13
Si 60.471 3.002 18.103
Si 62.262 7.695 -2.031
Si 49.469 3.244 -2.333
Si 57.711 6.712 -6.24
Si 49.467 5.716 -3.869
Si 51.619 -3.492 18.511
Si 65.378 -0.135 20.011
Si -62.572 -5.275 -6.449
Si 60.593 -4.902 -7.06
Si 62.206 -7.674 18.729
Si 63.818 7.125 -6.715
Si 55.922 -4.175 20.322
Si 65.369 2.393 18.421
Si -57.742 -7.319 -6.546
Si -61.547 -7.189 -4.096
Si 55.572 7.245 -4.121
Si 62.364 2.165 -7.051
Si 66.706 -2.292 18.794
Si 57.663 0.385 -2.111
Si 57.165 1.416 -6.708
Si 53.489 3.679 -4.766
Si 52.332 -1.177 -6.27
Si 62.563 -7.317 -4.68
Si 52.24 -7.938 18.469
Si 59.645 7.426 19.135
Si 65.217 -0.026 -2.026
Si 60.205 5.549 -1.71
Si 61.775 -0.671 -5.73
Si 61.539 -4.458 -4.163
Si 64.32 -2.677 -5.766
Si 56.315 -6.327 -2.762
Si 63.777 -2.716 -2.96
Si 48.962 -4.582 18.977
Si 62.995 -4.674 18.835
Si 57.536 -0.042 18.693
Si 54.354 3.056 18.552
Si 57.105 -2.627 -5.036
Si 55.927 0.098 -4.357
Si 47.508 -6.799 20.214
Si 53.967 -4.605 -2.936
Si 58.983 -1.038 -7.069
Si 60.311 -3.117 18.542
Si 67.237 2.299 -2.138
Si 55.011 -6.831 19.069
Si 60.751 4.823 20.298
Si 60.676 0.138 -2.883
Si 51.102 7.628 -2.1
Si 52.942 0.805 -4.266
Si 60.747 3.271 -3.593
Si 56.009 4.557 -3.055
Si 59.885 -7.707 -6.228
Si 59.978 0.867 20.131
Si 58.646 -4.515 -2.961
Si 58.248 3.925 -5.142
Si 66.942 -1.71 0.05
Si 69.401 1.146 -0.12
Si 66.22 4.18 0.224
Si 69.593 6.532 0.08
Si 66.277 9.506 0.044
Si 69.178 12.437 -0.114
Si 71.819 -0.919 -0.347
Si -55.585 1.111 -0.009
Si 71.74 4.279 0.042
Si -55.945 7.051 0.124
Si 72.342 9.132 0.197
Si -55.436 11.651 -0.065
Si -53.28 -1.064 -0.185
Si -50.426 1.575 -0.099
Si -52.647 3.81 0.004
Si -50.024 6.51 0.284
Si -53.13 9.494 -0.034
Si -49.921 11.843 0.238
Si 68.043 -0.097 1.326
Si 70.596 2.67 1.278
Si 67.969 5.347 1.314
Si 70.78 7.988 1.466
Si 68.032 10.737 1.13
Si 70.821 -2.687 1.067
Si -57.168 -0.055 1.222
Si -54.312 2.659 1.233
Si -57.117 5.369 1.287
Si -54.327 8.091 1.434
Si -56.995 10.712 1.413
Si -54.352 -2.838 1.055
Si -51.618 -0.038 1.186
Si -48.77 2.656 1.218
Si -51.585 5.292 1.478
Si -48.916 8.084 1.596
Si -51.595 10.677 1.366
Si -48.819 -2.811 1.425
Si 66.659 1.23 2.698
Si 69.296 3.977 2.707
Si 66.686 6.742 2.737
Si 69.38 9.459 2.611
Si 66.726 12.071 2.642
Si 69.487 -1.437 2.613
Si -58.489 1.328 2.597
Si -55.698 4.002 2.596
Si -58.41 6.645 2.782
Si -55.657 9.421 2.826
Si -58.425 12.217 2.521
Si -55.76 -1.513 2.5
Si -52.977 1.272 2.629
Si -50.157 3.926 2.747
Si -52.992 6.672 2.752
Si -50.334 9.396 2.879
Si -52.983 12.178 2.573
Si -50.283 -1.413 2.624
Si 65.312 -0.13 4.032
Si 68.004 2.592 4.066
Si 65.408 5.41 4.218
Si 68.063 8.113 4.035
Si 65.318 10.794 4.038
Si 68.099 -2.833 3.954
Si -59.765 -0.074 4
Si -57.061 2.63 3.957
Si -59.822 5.291 4.057
Si -57.046 8.031 4.105
Si -59.785 10.838 3.914
Si -57.071 -2.816 3.955
Si -54.377 -0.138 3.913
Si -51.6 2.579 4.056
Si -54.372 5.311 4.055
Si -51.672 8.009 4.182
Si -54.293 10.841 4.061
Si -51.633 -2.804 3.992
Si 66.686 -1.496 10.814
Si 69.395 1.231 10.739
Si 66.726 3.949 10.676
Si 69.443 6.709 10.744
Si 66.764 9.421 10.721
Si 69.417 -4.197 10.783
Si -58.395 -1.502 10.792
Si -55.744 1.184 10.813
Si -58.472 3.949 10.75
Si -55.748 6.694 10.794
Si -58.462 9.42 10.835
Si -55.728 -4.198 10.892
Si -53.041 -1.485 10.936
Si -50.336 1.213 11.007
Si -53.033 3.933 10.89
Si -50.306 6.644 10.946
Si -53.05 9.418 10.86
Si -50.337 -4.198 10.96
Si 68.038 -0.096 12.12
Si 70.745 2.561 12.101
Si 68.093 5.295 12.011
Si 70.71 8.075 12.189
Si 68.078 10.752 12.148
Si 70.813 -2.873 12.115
Si -57.088 -0.151 12.208
Si -54.396 2.511 12.172
Si -57.184 5.371 12.077
Si -54.37 8.006 12.185
Si -57.09 10.734 12.227
Si -54.407 -2.835 12.307
Si -51.687 -0.181 12.366
Si -48.993 2.596 12.388
Si -51.685 5.28 12.294
Si -48.955 8.025 12.299
Si -51.744 10.773 12.269
Si -48.998 -2.849 12.368
Si 66.629 1.261 13.451
Si 69.396 3.942 13.421
Si 66.665 6.611 13.278
Si 69.331 9.394 13.603
Si 66.731 -4.247 13.525
Si 69.47 -1.454 13.384
Si 72.058 1.201 13.5
Si -55.868 3.919 13.297
Si 72.063 6.706 13.525
Si -55.71 9.332 13.551
Si 72.07 -4.244 13.575
Si -55.793 -1.486 13.667
Si -53.087 1.191 13.662
Si -50.366 3.946 13.733
Si -53.075 6.637 13.602
Si -50.447 9.318 13.565
Si -53.035 -4.168 13.7
Si -50.355 -1.573 13.791
Si 65.332 -0.149 14.833
Si 67.992 2.64 14.772
Si 65.479 5.196 14.71
Si 67.797 7.978 14.737
Si 65.378 10.71 14.897
Si 68.183 -2.853 14.699
Si 70.693 -0.112 14.886
Si 73.345 2.682 14.728
Si 70.657 5.331 14.821
Si 73.51 7.967 14.917
Si 70.749 10.689 14.998
Si 73.332 -2.821 14.984
Si -54.446 -0.162 15.082
Si -51.746 2.544 15.089
Si -54.534 5.164 14.678
Si -51.774 7.994 15.032
Si -54.434 10.742 14.933
Si -51.694 -2.917 15.253
Si 67.073 -1.254 15.935
Si 69.087 1.107 16.104
Si 66.954 4.132 16.262
Si 68.997 6.484 15.996
Si 66.133 8.86 16.181
Si 69.584 -3.995 16.217
Si 71.69 -1.69 16.298
Si 74.842 1.556 16.069
Si 72.151 4.142 16.158
Si 74.512 6.185 16.108
Si 72.448 9.558 16.236
Si 74.537 -4.414 16.189
Si -52.912 -1.329 16.537
Si -50.678 0.903 16.425
Si -53.495 3.682 16.143
Si -50.04 6.97 16.252
Si -52.964 9.559 16.322
Si -50.589 -4.698 16.455
Si -53.014 1.482 20.407
Si -51.397 7.965 -2.178
Si 67.921 5.042 -3.459
Si -59.463 -4.297 20.169
Si 62.583 4.735 -5.442
Si -62.223 -4.663 19.018
Si -51.533 -0.917 20.574
Si -46.863 6.881 -6.382
Si -57.087 -0.121 18.166
Si -48.567 -5.321 18.667
Si -58.746 -7.078 19.166
Si -55.989 -7.305 20.622
Si -50.522 2.437 18.973
Si -48.028 1.958 20.653
Si -47.761 -7.145 -4.841
Si -60.184 6.35 -4.242
Si -49.54 -1.461 -4.275
Si -48.571 -0.809 19.622
Si -55.823 -2.819 -4.177
Si -57.232 0.659 -5.719
Si 64.303 8.131 20.661
Si -61.791 -2.334 -7.07
Si -53.016 -6.648 -5.287
Si -61.004 7.441 18.686
Si -54.095 5.559 18.336
Si -49.037 1.157 -2.879
Si -54.648 5.193 -1.823
Si -51.626 7.444 -7.012
Si -46.456 -7.706 -2.315
Si -58.293 1.245 20.451
Si -57.48 6.514 -4.862
Si -50.867 -3.58 -2.56
Si 67.057 -7.395 19.155
Si -53.708 8.165 19.034
Si -50.35 -6.134 -3.93
Si -60.126 2.703 18.438
Si -55.8 -7.44 -4.322
Si -58.068 -0.848 -3.467
Si -61.716 5.093 -6.178
Si -59.672 -5.539 -2.128
Si -53.433 -2.142 -5.866
Si -55.055 -2.439 18.359
Si -46.362 0.172 -2.028
Si -54.118 4.816 -4.804
Si -54.484 3.836 20.683
Si -53.229 -2.194 -2.99
Si 67.553 7.543 -2.017
Si -60.012 -0.24 -5.587
Si -60.397 5.041 20.192
Si -56.849 3.084 -1.895
Si -51.463 5.793 -4.397
Si -47.085 -2.461 -5.458
Si -56.806 -5.134 -2.812
Si -56.586 3.499 -5
Si -47.104 -1.736 0.197
Si -44.727 0.937 0.311
Si -47.625 4.471 0.092
Si -44.569 6.407 0.431
Si -47.754 9.66 0.342
Si -45.053 12.237 0.246
Si -42.298 -1.105 0.088
Si -38.959 0.588 0.063
Si -42.358 4.117 0.215
Si -39.65 6.936 0.126
Si -41.909 9.123 0.091
Si -39.35 11.985 0.358
Si -36.659 -1.538 0.421
Si -34.287 1.517 0.388
Si -36.474 3.71 0.13
Si -33.832 6.699 0.156
Si -37.188 9.753 0.123
Si -34.442 12.583 0.051
Si -46.143 -0.231 1.698
Si -43.522 2.56 1.496
Si -46.194 5.364 1.694
Si -43.446 8.091 1.535
Si -46.218 10.806 1.655
Si -43.4 -2.843 1.365
Si -40.677 -0.18 1.517
Si -38.07 2.473 1.327
Si -40.732 5.295 1.438
Si -38.176 8.128 1.503
Si -40.852 10.69 1.539
Si -38.103 -2.862 1.671
Si -35.391 -0.059 1.688
Si -32.753 2.771 1.621
Si -35.438 5.439 1.391
Si -32.621 8.211 1.472
Si -35.495 10.893 1.349
Si -32.779 -2.697 1.358
Si -47.575 1.266 2.762
Si -44.857 3.895 2.92
Si -47.545 6.759 2.964
Si -44.827 9.414 2.906
Si -47.557 12.202 2.943
Si -44.709 -1.56 2.924
Si -42.068 1.246 2.827
Si -39.385 3.903 2.747
Si -42.108 6.651 2.864
Si -39.49 9.409 2.947
Si -42.165 12.121 2.84
Si -39.475 -1.514 2.982
Si -36.812 1.286 2.934
Si -34.123 4.155 2.911
Si -36.779 6.754 2.795
Si -34.07 9.57 2.729
Si -36.726 12.115 2.945
Si -33.957 -1.384 2.913
Si -48.963 -0.091 4.084
Si -46.236 2.553 4.225
Si -48.91 5.312 4.2
Si -46.176 8.083 4.292
Si -48.956 10.79 4.204
Si -46.157 -2.824 4.286
Si -43.416 -0.116 4.234
Si -40.763 2.63 4.197
Si -43.495 5.308 4.225
Si -40.818 8.02 4.279
Si -43.509 10.796 4.252
Si -40.836 -2.875 4.283
Si -38.138 -0.09 4.291
Si -35.448 2.716 4.24
Si -38.094 5.334 4.155
Si -35.401 8.15 4.13
Si -38.113 10.78 4.284
Si -35.368 -2.766 4.233
Si -47.678 -1.444 11.021
Si -44.948 1.209 11.067
Si -47.636 3.965 11.019
Si -44.894 6.651 11.001
Si -47.638 9.441 10.978
Si -44.935 -4.201 11.018
Si -42.22 -1.436 11.063
Si -39.451 1.255 11.105
Si -42.209 3.957 11.075
Si -39.474 6.708 11.032
Si -42.181 9.423 11
Si -39.444 -4.166 11.042
Si -36.715 -1.397 11.098
Si -34.015 1.343 11.02
Si -36.781 4.005 11.034
Si -34.06 6.773 10.994
Si -36.767 9.484 11.083
Si -34.04 -4.026 11.06
Si -46.361 -0.109 12.452
Si -43.597 2.575 12.419
Si -46.247 5.301 12.384
Si -43.573 8.072 12.321
Si -46.313 10.786 12.397
Si -43.619 -2.813 12.371
Si -40.841 -0.107 12.455
Si -38.079 2.632 12.456
Si -40.816 5.337 12.388
Si -38.135 8.062 12.409
Si -40.786 10.745 12.361
Si -38.112 -2.782 12.418
Si -35.313 -0.018 12.436
Si -32.681 2.721 12.378
Si -35.433 5.4 12.348
Si -32.647 8.175 12.233
Si -35.429 10.937 12.394
Si -32.669 -2.676 12.451
Si -47.667 1.31 13.868
Si -44.981 3.883 13.807
Si -47.506 6.778 13.71
Si -44.931 9.409 13.704
Si -47.673 -4.173 13.793
Si -45.095 -1.589 13.785
Si -42.255 1.219 13.79
Si -39.502 3.956 13.793
Si -42.209 6.733 13.658
Si -39.483 9.38 13.805
Si -42.152 -4.161 13.609
Si -39.458 -1.457 13.816
Si -36.61 1.346 13.83
Si -34.094 4.086 13.728
Si -36.779 6.698 13.76
Si -33.962 9.561 13.567
Si -36.802 -4.087 13.859
Si -33.98 -1.304 13.907
Si -49.035 -0.147 15.128
Si -46.316 2.626 15.387
Si -48.938 5.401 14.927
Si -46.139 8.116 15.25
Si -49.119 10.686 14.884
Si -46.406 -2.909 15.392
Si -43.686 -0.209 15.008
Si -40.961 2.625 15.173
Si -43.554 5.34 14.937
Si -40.906 8.006 15.135
Si -43.543 10.825 14.892
Si -40.839 -2.902 15.101
Si -38.052 -0.022 15.077
Si -35.238 2.723 15.286
Si -38.064 5.265 15.175
Si -35.337 8.192 14.849
Si -38.137 10.742 15.203
Si -35.437 -2.662 15.222
Si -47.529 -1.132 16.655
Si -45.082 0.896 16.533
Si -47.45 4.486 16.482
Si -44.906 6.429 16.474
Si -47.908 9.292 16.275
Si -44.626 -4.135 16.453
Si -42.547 -1.814 16.251
Si -39.304 1.49 16.331
Si -42.131 4.276 16.427
Si -39.761 6.347 16.343
Si -42.164 9.614 16.313
Si -39.842 -4.572 16.46
Si -36.727 -1.193 16.618
Si -33.347 1.905 16.544
Si -36.968 3.653 16.63
Si -33.911 7.092 16.296
Si -36.368 9.657 16.325
Si -34.212 -4.319 16.306
Si -34.744 0.302 18.692
Si -34.125 8.134 -2.728
Si -46.01 5.77 -2.116
Si -42.264 -4.089 20.423
Si -49.593 3.622 -4.543
Si -43.916 -6.12 18.642
Si -33.257 -1.811 20.484
Si -29.246 6.533 -3.773
Si -40.949 -0.169 18.439
Si -35.825 7.625 18.555
Si -39.249 -4.251 19.53
Si -32.374 4.418 -6.594
Si -37.289 3.74 19.628
Si -23.973 -5.643 -6.675
Si -32.683 -5.495 -2.014
Si -41.804 6.584 -4.329
Si -34.851 1.742 -3.629
Si -30.427 -1.802 19.385
Si -40.511 -0.408 -2.281
Si -40.353 1.671 -4.291
Si -43.291 3.481 -6.694
Si -49.645 5.169 18.548
Si -39.583 -7.705 -4.129
Si -46.113 4.278 20.607
Si -38.524 6.362 19.146
Si -32.652 1.253 -2.007
Si -38.417 4.966 -1.95
Si -33.552 1.718 -6.175
Si -44.323 -1.876 20.504
Si -43.558 0.945 19.317
Si -47.018 -3.208 20.45
Si -34.088 -0.713 -4.877
Si -40.224 3.393 -6.648
Si -33.351 -4.386 19.143
Si -37.109 0.925 20.398
Si -43.614 5.212 18.84
Si -42.671 -3.812 -3.94
Si -44.532 -1.341 -4.165
Si -48.314 4.374 -6.954
Si -43.877 -5.976 -2.049
Si -38.68 -3.075 -6.129
Si -38.442 -1.637 19.133
Si -29.82 2.092 -2.177
Si -38.039 4.733 -5.06
Si -31.907 -1.296 -3.297
Si -39.944 -3.191 -2.364
Si -44.533 5.537 -4.659
Si -43.271 0.263 -6.525
Si -36.795 -0.671 -6.267
Si -41.135 3.977 -2.572
Si -36.943 -7.433 -2.893
Si -31.04 -4.919 -4.552
Si -38.442 -5.132 -3.847
Si -37.409 1.936 -4.463
Si -31.209 -1.751 -0.171
Si -28.399 1.347 0.306
Si -31.64 4.505 0.538
Si -28.706 6.927 0.43
Si -30.907 9.206 0.142
Si -28.893 12.374 0.101
Si -26.143 -0.901 0.097
Si -23.245 1.212 0.097
Si -26.356 4.791 0.161
Si -23.674 7.095 0.123
Si -25.822 9.329 0.149
Si -23.012 12.148 -0.101
Si -20.678 -0.658 -0.254
Si -17.791 1.824 0.368
Si -20.163 3.898 -0.012
Si -17.71 6.716 0.028
Si -20.816 9.9 -0.005
Si -17.467 -4.236 -0.061
Si -30.114 0.019 1.224
Si -27.247 2.971 1.482
Si -30.045 5.594 1.792
Si -27.284 8.282 1.652
Si -29.96 10.854 1.515
Si -27.248 -2.68 1.232
Si -24.636 0.107 1.573
Si -21.95 2.875 1.206
Si -24.753 5.682 1.614
Si -21.952 8.27 1.26
Si -24.577 10.993 1.288
Si -21.772 -2.501 1.048
Si -19.133 0.194 1.341
Si -16.322 3.077 1.581
Si -19.204 5.548 1.363
Si -16.558 -8.082 1.42
Si -19.176 -5.268 1.234
Si -16.441 -2.562 1.276
Si -31.342 1.332 2.794
Si -28.647 4.145 2.949
Si -31.405 6.951 3.043
Si -28.614 9.646 2.959
Si -31.422 12.233 2.748
Si -28.677 -1.316 2.624
Si -25.927 1.566 2.849
Si -23.259 4.209 2.681
Si -25.995 6.958 3.05
Si -23.245 9.636 2.697
Si -25.913 12.34 2.678
Si -23.157 -1.321 2.655
Si -20.574 1.531 2.664
Si -17.815 4.321 2.84
Si -20.579 6.94 2.649
Si -17.885 -6.642 2.679
Si -20.496 -3.852 2.567
Si -17.808 -1.238 2.65
Si -32.65 0.015 4.239
Si -30.005 2.703 4.197
Si -32.751 5.487 4.288
Si -29.983 8.287 4.31
Si -32.748 10.905 4.169
Si -29.999 -2.683 4.067
Si -27.331 0.079 4.06
Si -24.524 2.861 4.16
Si -27.32 5.517 4.309
Si -24.537 8.34 4.204
Si -27.221 11.037 4.178
Si -24.534 -2.646 4.045
Si -21.856 0.099 4.03
Si -19.18 2.857 4.062
Si -21.89 5.568 4.042
Si -19.207 -8.025 4.031
Si -21.842 -5.274 3.975
Si -19.144 -2.584 4.022
Si -31.314 -1.368 10.999
Si -28.558 1.386 10.899
Si -31.324 4.071 10.98
Si -28.594 6.853 10.941
Si -31.27 9.567 10.96
Si -28.562 -4.049 10.99
Si -25.821 -1.301 10.937
Si -23.142 1.448 10.858
Si -25.826 4.169 10.909
Si -23.149 6.886 10.93
Si -25.877 9.589 10.943
Si -23.113 -4.008 10.925
Si -20.422 -1.278 10.844
Si -17.732 1.447 10.767
Si -20.435 4.191 10.823
Si -17.728 -9.394 10.786
Si -20.464 -6.691 10.909
Si -17.731 -3.966 10.825
Si -29.911 0.023 12.244
Si -27.126 2.714 12.202
Si -29.934 5.448 12.276
Si -27.254 8.231 12.31
Si -29.917 10.904 12.37
Si -27.15 -2.694 12.292
Si -24.446 0.08 12.264
Si -21.788 2.832 12.18
Si -24.517 5.558 12.317
Si -21.79 8.231 12.302
Si -24.461 10.911 12.27
Si -21.716 -2.649 12.267
Si -19.023 0.051 12.182
Si -16.394 2.879 12.041
Si -19.084 5.569 12.162
Si -16.329 -8.011 12.061
Si -19.079 -5.323 12.226
Si -16.339 -2.575 12.108
Si -31.267 1.313 13.642
Si -28.48 4.05 13.504
Si -31.344 6.807 13.598
Si -28.6 9.514 13.76
Si -31.26 -4.052 13.735
Si -28.497 -1.27 13.576
Si -25.772 1.432 13.651
Si -23.114 4.172 13.606
Si -25.91 6.922 13.71
Si -23.176 9.542 13.697
Si -25.789 -4.081 13.646
Si -23.067 -1.271 13.598
Si -20.39 1.459 13.461
Si -17.688 4.23 13.46
Si -20.407 6.85 13.626
Si -17.699 -6.748 13.477
Si -20.356 -3.974 13.695
Si -17.654 -1.321 13.581
Si -32.515 0.079 15.245
Si -29.829 2.705 14.826
Si -32.74 5.506 14.98
Si -29.999 8.063 15.038
Si -32.623 10.847 15.031
Si -29.846 -2.603 14.937
Si -27.124 0.059 14.982
Si -24.406 2.788 15.018
Si -27.214 5.377 14.929
Si -24.587 8.272 15.181
Si -27.18 10.892 15.051
Si -24.39 -2.658 14.935
Si -21.659 0.087 14.891
Si -19.076 2.878 14.784
Si -21.786 5.528 15.014
Si -18.978 8.168 14.931
Si -21.744 10.894 14.978
Si -18.891 -2.685 15.121
Si -30.792 -1.061 16.421
Si -28.669 1.266 16.267
Si -31.213 4.116 16.01
Si -28.968 6.272 16.174
Si -31.589 9.181 16.352
Si -28.253 -3.72 16.175
Si -25.981 -1.573 16.231
Si -22.768 1.614 16.254
Si -25.563 4.387 16.307
Si -23.38 6.657 16.355
Si -25.652 9.95 16.605
Si -23.27 -4.219 16.277
Si -20.035 -0.96 16.228
Si -17.911 1.371 16.086
Si -20.616 3.899 16.229
Si -17.19 7.147 16.106
Si -20.183 9.666 16.234
Si -17.838 -4.531 16.368
Si -15.954 2.698 18.052
Si -17.296 -7.427 -4.303
Si -30.657 4.708 -2.254
Si -25.956 -5.462 19.537
Si -32.177 6.179 -4.172
Si -30.946 -6.242 19.298
Si -10.072 -2.927 -6.955
Si -10.678 -5.717 -4.084
Si -24.567 0.195 18.356
Si -16.299 7.449 18.866
Si -20.263 -4.426 20.499
Si -22.99 -4.938 19.035
Si -20.049 4.207 19.153
Si -12.324 -4.075 -5.531
Si -14.745 -7.142 -2.862
Si -24.615 4.246 -4.679
Si -18.942 0.877 -5.705
Si -16.511 -1.594 18.773
Si -25.078 0.455 -2.187
Si -31.07 7.2 20.394
Si -27.561 4.156 -5.047
Si -30.109 -2.18 -5.59
Si -21.562 7.654 -4.291
Si -28.65 6.495 19.004
Si -22.011 -7.785 18.447
Si -16.915 1.656 -2.407
Si -21.422 3.46 -2.614
Si -16.291 1.959 -6.254
Si -21.331 -6.001 -5.555
Si -18.579 -5.674 -6.539
Si -23.462 -6.517 -3.955
Si -16.679 -3.421 -2.791
Si -28.739 -4.365 19.061
Si -16.187 -5.845 18.605
Si -19.708 1.314 20.33
Si -26.778 2.49 18.43
Si -24.755 -2.884 -5.547
Si -27.245 -0.864 -5.963
Si -34.787 -6.563 20.344
Si -27.295 -5.349 -2.054
Si -21.627 0.949 -6.532
Si -19.575 -1.639 18.965
Si -15.374 -0.806 -2.837
Si -21.801 4.742 -5.445
Si -16.719 -0.81 -6.682
Si -19.87 0.78 -2.837
Si -28.689 -6.87 -4.331
Si -27.593 1.274 -3.645
Si -27.754 4.203 20.606
Si -24.049 4.869 -1.912
Si -19.421 8.168 -2.251
Si -16.696 -3.727 -5.714
Si -24.671 -4.182 -2.636
Si -24.036 1.304 -4.765
Si -14.773 -1.299 0.188
Si -11.95 1.295 0.055
Si -15.345 4.677 0.153
Si -12.069 6.973 0.203
Si -15.352 -6.633 0.11
Si -12.708 -3.759 -0.011
Si -10.004 -1.2 -0.192
Si -6.641 1.162 -0.146
Si -9.905 4.648 -0.06
Si -6.99 7.15 0.155
Si -9.236 -7.018 0.242
Si -6.496 -4.293 -0.186
Si -4.382 -1.027 -0.075
Si -1.644 1.662 -0.292
Si -3.8 3.96 -0.092
Si -1.077 6.569 0.042
Si -4.167 -6.435 -0.07
Si -1.101 -4.115 0.116
Si -13.596 0.267 1.406
Si -10.803 2.889 1.279
Si -13.729 5.791 1.382
Si -10.795 -8.049 1.627
Si -13.698 -5.434 1.288
Si -11.008 -2.685 1.281
Si -8.262 -0.024 1.079
Si -5.455 2.786 1.153
Si -8.233 5.589 1.349
Si -5.32 -8.015 1.284
Si -8.085 -5.293 1.261
Si -5.482 -2.647 1.202
Si -2.751 0.142 1.165
Si -0.007 2.723 1.13
Si -2.657 5.44 1.333
Si 0.014 8.221 1.322
Si -2.698 -5.301 1.349
Si 0.115 -2.537 1.277
Si -14.97 1.587 2.76
Si -12.307 4.246 2.594
Si -15.091 7.026 2.8
Si -12.275 -6.636 2.728
Si -15.053 -3.97 2.629
Si -12.277 -1.23 2.685
Si -9.447 1.462 2.566
Si -6.798 4.16 2.556
Si -9.487 6.857 2.879
Si -6.724 -6.66 2.658
Si -9.521 -3.954 2.592
Si -6.886 -1.3 2.542
Si -4.09 1.478 2.591
Si -1.291 4.074 2.647
Si -4.021 6.879 2.628
Si -1.389 -6.75 2.684
Si -4.079 -3.912 2.639
Si -1.345 -1.189 2.559
Si -16.402 0.148 3.98
Si -13.593 2.919 4.073
Si -16.417 5.649 4.152
Si -13.662 -7.966 4.091
Si -16.434 -5.306 3.998
Si -13.673 -2.597 3.996
Si -10.857 0.149 3.966
Si -8.116 2.809 3.966
Si -10.948 5.51 4.072
Si -8.088 -8.009 4.06
Si -10.883 -5.268 4.007
Si -8.189 -2.596 3.987
Si -5.477 0.087 3.907
Si -2.72 2.798 4.006
Si -5.439 5.538 3.944
Si -2.724 -8.087 4.051
Si -5.409 -5.282 4.027
Si -2.701 -2.553 3.962
Si -15.006 -1.221 10.724
Si -12.263 1.468 10.694
Si -15.006 4.237 10.714
Si -12.264 -9.354 10.68
Si -14.98 -6.621 10.743
Si -12.252 -3.927 10.74
Si -9.537 -1.187 10.764
Si -6.766 1.534 10.868
Si -9.484 4.256 10.734
Si -6.79 -9.34 10.785
Si -9.509 -6.587 10.732
Si -6.78 -3.879 10.814
Si -4.078 -1.142 10.933
Si -1.414 1.514 10.916
Si -4.129 4.234 10.832
Si -1.403 6.95 10.829
Si -4.118 -6.623 10.834
Si -1.407 -3.876 10.902
Si -13.655 0.142 12.058
Si -10.848 2.818 11.976
Si -13.604 5.592 12.03
Si -10.94 -7.936 11.995
Si -13.615 -5.269 12.114
Si -10.901 -2.558 12.091
Si -8.19 0.169 12.15
Si -5.42 2.903 12.285
Si -8.15 5.628 12.13
Si -5.481 -7.972 12.208
Si -8.163 -5.224 12.134
Si -5.446 -2.527 12.246
Si -2.742 0.217 12.384
Si -0.101 2.914 12.279
Si -2.81 5.627 12.18
Si -0.005 8.329 12.114
Si -2.817 -5.231 12.22
Si -0.044 -2.49 12.284
Si -15.058 1.518 13.355
Si -12.248 4.111 13.26
Si -14.896 -9.287 13.381
Si -12.198 -6.582 13.447
Si -14.992 -3.917 13.456
Si -12.317 -1.233 13.408
Si -9.544 1.562 13.463
Si -6.842 4.273 13.583
Si -9.611 -9.28 13.318
Si -6.847 -6.565 13.542
Si -9.5 -3.838 13.489
Si -6.865 -1.166 13.549
Si -4.041 1.657 13.798
Si -1.503 4.331 13.61
Si -4.155 6.958 13.585
Si -1.397 9.669 13.416
Si -4.113 -3.853 13.69
Si -1.335 -1.12 13.767
Si -16.329 0.188 14.81
Si -13.638 2.819 14.641
Si -16.23 5.607 14.671
Si -13.513 -7.937 14.803
Si -16.336 -5.318 14.74
Si -13.667 -2.574 14.837
Si -10.958 0.183 14.688
Si -8.276 2.922 14.921
Si -10.915 5.52 14.507
Si -8.394 -7.871 14.743
Si -10.874 -5.187 14.811
Si -8.211 -2.476 14.969
Si -5.584 0.218 14.924
Si -2.732 3.181 15.283
Si -5.563 5.695 15.017
Si -2.716 8.337 14.805
Si -5.576 -5.191 15.033
Si -2.659 -2.56 15.128
Si -14.798 -0.985 16.125
Si -12.575 1.234 15.963
Si -14.627 4.495 15.899
Si -12.394 -9.687 15.835
Si -15.077 -6.727 16.064
Si -11.966 -3.583 16.097
Si -9.848 -1.239 16.137
Si -6.703 1.828 16.269
Si -9.485 4.573 16.088
Si -7.322 6.875 16.004
Si -9.412 -6.319 16.243
Si -7.194 -4.042 16.426
Si -4.088 -1.031 16.189
Si -0.811 2.279 16.398
Si -4.632 4.256 16.68
Si -1.144 7.278 16.214
Si -3.927 9.844 16.078
Si -1.609 -4.387 16.382
Si -2.214 0.386 17.942
Si -2.166 -7.79 -2.108
Si -12.551 2.092 -2.788
Si -2.827 8.255 -5.124
Si -15.023 3.893 -2.714
Si -12.251 -3.929 19.134
Si 3.9 7.921 -6.584
Si 3.114 5.11 -5.465
Si 1.673 6.965 -4.039
Si -5.701 -7.919 18.159
Si -10.038 0.283 18.851
Si -8.528 6.319 19.738
Si -3.892 1.166 20.223
Si 0.984 1.2 20.516
Si 0.717 -7.253 -2.589
Si -15.107 -3.851 20.405
Si -4.288 1.497 -4.039
Si -0.039 -1.302 18.749
Si -10.088 -2.761 -3.017
Si -13.303 7.312 19.659
Si -11.161 3.825 -4.693
Si -13.8 3.344 -6.487
Si -8.204 6.988 -4.816
Si -10.748 7.971 18.178
Si -5.585 5.659 19.418
Si -1.675 0.238 -3.067
Si -5.658 5.408 -2.121
Si -4.967 -0.793 -5.924
Si -3.277 -5.394 -6.46
Si -11.024 2.906 18.204
Si -7.853 -6.428 -4.75
Si -4.371 -3.268 -4.434
Si -12.375 -0.994 20.033
Si 1.68 2.53 -6.6
Si -5.836 -2.118 18.533
Si -6.601 0.868 19.112
Si -14.892 0.512 19.486
Si -12.569 -0.785 -3.982
Si -15.295 6.676 -4.278
Si -13.679 -4.37 -2.842
Si -12.669 4.431 20.399
Si -0.275 7.067 -6.502
Si 2.01 -0.236 -2.963
Si -9.801 5.647 -2.834
Si 0.403 0.154 -5.318
Si -2.563 -2.513 -2.193
Si -10.917 -7.86 -1.969
Si -12.865 0.31 -6.997
Si -5.773 4.4 -6.784
Si -6.86 2.633 -2.77
Si -5.27 6.532 -4.985
Si 2.022 -6.187 -5.32
Si -7.23 -3.799 -3.218
Si -8.284 2.934 -5.514
Si 1.301 -1.229 5.446
Si 4.021 1.44 5.455
Si 1.333 4.157 5.41
Si 4.029 6.87 5.493
Si 1.352 -6.712 5.377
Si 4.081 -4.062 5.454
Si 6.8 -1.338 5.453
Si 9.492 1.351 5.456
Si 6.721 4.12 5.479
Si 9.495 6.848 5.48
Si 6.779 9.616 5.483
Si 9.529 -3.965 5.4
Si 12.209 -1.31 5.287
Si 14.885 1.38 5.333
Si 12.187 4.149 5.479
Si 14.943 6.881 5.415
Si 12.22 9.604 5.413
Si 14.955 -4.041 5.304
Si 17.668 -1.352 5.343
Si 20.426 1.334 5.389
Si 17.59 4.135 5.399
Si 20.356 6.834 5.407
Si 17.66 9.616 5.32
Si 20.392 -4.079 5.347
Si 23.136 -1.411 5.346
Si 25.905 1.302 5.384
Si 23.134 4.033 5.436
Si 25.912 6.794 5.449
Si 23.104 9.566 5.416
Si 25.841 -4.025 5.361
Si 28.619 -1.33 5.302
Si 31.33 1.349 5.338
Si 28.614 4.067 5.408
Si 31.348 6.79 5.44
Si 28.599 9.57 5.4
Si 31.291 -4.037 5.407
Si 34.037 -1.308 5.431
Si 36.78 1.363 5.459
Si 34.023 4.043 5.392
Si 36.785 6.78 5.572
Si 34.023 9.531 5.5
Si 36.776 -4.051 5.522
Si 39.484 -1.354 5.554
Si 42.24 1.319 5.579
Si 39.493 4.066 5.494
Si 42.195 6.768 5.598
Si 39.495 9.555 5.584
Si 42.226 -4.051 5.589
Si 44.911 -1.351 5.516
Si 47.631 1.312 5.545
Si 44.919 4.051 5.608
Si 47.669 6.769 5.629
Si 44.893 9.543 5.623
Si 47.662 -4.098 5.584
Si 50.392 -1.417 5.507
Si 53.042 1.325 5.553
Si 50.334 4.072 5.535
Si 53.052 6.807 5.489
Si 50.368 9.534 5.541
Si 53.092 -4.144 5.487
Si 55.842 -1.403 5.498
Si 58.483 1.295 5.462
Si 55.754 4.089 5.525
Si 58.459 6.795 5.485
Si 55.768 9.51 5.414
Si 58.523 -4.142 5.415
Si 61.24 -1.457 5.411
Si 63.966 1.211 5.45
Si 61.177 4.033 5.499
Si 63.951 6.774 5.455
Si 61.207 9.524 5.461
Si 63.971 -4.141 5.375
Si 66.713 -1.494 5.333
Si -61.148 1.241 5.373
Si 66.725 3.966 5.474
Si -61.138 6.722 5.371
Si 66.682 9.44 5.391
Si -61.118 -4.169 5.338
Si -58.403 -1.451 5.34
Si -55.71 1.231 5.314
Si -58.416 3.947 5.371
Si -55.693 6.674 5.446
Si -58.437 9.462 5.326
Si -55.714 -4.154 5.364
Si -53.018 -1.459 5.344
Si -50.303 1.232 5.479
Si -52.985 3.947 5.4
Si -50.303 6.656 5.532
Si -53.006 9.441 5.472
Si -50.329 -4.14 5.478
Si -47.587 -1.421 5.511
Si -44.851 1.21 5.57
Si -47.568 3.951 5.567
Si -44.846 6.669 5.603
Si -47.588 9.442 5.583
Si -44.865 -4.206 5.648
Si -42.139 -1.472 5.647
Si -39.473 1.28 5.632
Si -42.138 3.963 5.579
Si -39.438 6.666 5.584
Si -42.162 9.419 5.611
Si -39.454 -4.181 5.645
Si -36.74 -1.426 5.608
Si -34.056 1.356 5.568
Si -36.781 4.044 5.619
Si -34.096 6.842 5.61
Si -36.736 9.438 5.597
Si -34.042 -4.096 5.607
Si -31.296 -1.363 5.544
Si -28.63 1.37 5.537
Si -31.359 4.082 5.562
Si -28.659 6.882 5.636
Si -31.382 9.612 5.6
Si -28.633 -3.975 5.503
Si -25.912 -1.271 5.403
Si -23.186 1.44 5.446
Si -25.889 4.167 5.562
Si -23.188 6.918 5.478
Si -25.893 9.67 5.55
Si -23.189 -3.987 5.421
Si -20.481 -1.231 5.396
Si -17.77 1.486 5.363
Si -20.516 4.221 5.417
Si -17.813 6.996 5.437
Si -20.52 -6.643 5.387
Si -17.772 -3.947 5.366
Si -15.033 -1.218 5.335
Si -12.216 1.506 5.352
Si -15.01 4.246 5.41
Si -12.288 6.938 5.388
Si -15.054 -6.616 5.397
Si -12.264 -3.914 5.35
Si -9.512 -1.201 5.346
Si -6.765 1.467 5.332
Si -9.514 4.156 5.346
Si -6.746 6.915 5.368
Si -9.512 -6.642 5.354
Si -6.802 -3.93 5.359
Si -4.096 -1.22 5.321
Si -1.387 1.461 5.401
Si -4.068 4.202 5.336
Si -1.321 6.876 5.36
Si -4.069 -6.669 5.385
Si -1.412 -3.937 5.389
Si 2.665 0.108 6.827
Si 5.366 2.796 6.842
Si 2.659 5.516 6.816
Si 5.409 8.249 6.814
Si 2.683 -5.376 6.794
Si 5.418 -2.663 6.808
Si 8.129 0.039 6.826
Si 10.829 2.761 6.788
Si 8.105 5.493 6.806
Si 10.848 8.256 6.786
Si 8.156 -5.314 6.792
Si 10.875 -2.601 6.749
Si 13.533 0.046 6.704
Si 16.24 2.74 6.718
Si 13.57 5.525 6.778
Si 16.318 8.265 6.714
Si 13.606 -5.353 6.721
Si 16.289 -2.676 6.689
Si 19.034 -0.012 6.717
Si 21.779 2.672 6.765
Si 18.973 5.489 6.737
Si 21.737 8.198 6.742
Si 19.025 -5.395 6.715
Si 21.763 -2.734 6.717
Si 24.516 -0.06 6.716
Si 27.239 2.688 6.74
Si 24.506 5.425 6.75
Si 27.241 8.2 6.769
Si 24.496 -5.395 6.741
Si 27.234 -2.679 6.699
Si 29.963 -0.009 6.713
Si 32.672 2.687 6.755
Si 29.956 5.437 6.777
Si 32.666 8.163 6.838
Si 29.937 -5.393 6.781
Si 32.674 -2.699 6.776
Si 35.416 -0.005 6.824
Si 38.134 2.702 6.861
Si 35.379 5.387 6.83
Si 38.132 8.171 6.923
Si 35.396 -5.428 6.86
Si 38.132 -2.727 6.918
Si 40.862 -0.029 6.939
Si 43.575 2.679 6.964
Si 40.826 5.399 6.926
Si 43.538 8.152 6.959
Si 40.857 -5.422 6.957
Si 43.589 -2.707 6.951
Si 46.27 -0.026 6.925
Si 48.989 2.686 6.9
Si 46.273 5.421 6.972
Si 49.027 8.167 6.946
Si 46.288 -5.437 6.967
Si 49.019 -2.728 6.918
Si 51.719 -0.062 6.9
Si 54.416 2.703 6.874
Si 51.704 5.448 6.878
Si 54.432 8.158 6.823
Si 51.737 -5.459 6.902
Si 54.452 -2.767 6.839
Si 57.173 -0.051 6.862
Si 59.84 2.643 6.82
Si 57.131 5.428 6.859
Si 59.839 8.153 6.806
Si 57.145 -5.479 6.789
Si 59.882 -2.796 6.777
Si 62.593 -0.125 6.781
Si 65.327 2.594 6.767
Si 62.581 5.394 6.792
Si 65.334 8.109 6.777
Si 62.616 -5.47 6.773
Si 65.348 -2.814 6.72
Si -62.504 -0.137 6.709
Si -59.765 2.583 6.718
Si -62.468 5.356 6.748
Si -59.763 8.082 6.698
Si -62.488 -5.516 6.705
Si -59.762 -2.819 6.705
Si -57.045 -0.116 6.715
Si -54.354 2.567 6.731
Si -57.068 5.303 6.754
Si -54.361 8.056 6.812
Si -57.075 -5.526 6.708
Si -54.346 -2.822 6.734
Si -51.681 -0.138 6.79
Si -48.953 2.58 6.874
Si -51.674 5.287 6.846
Si -48.945 8.032 6.889
Si -51.653 -5.534 6.843
Si -48.959 -2.798 6.853
Si -46.243 -0.109 6.934
Si -43.514 2.599 6.934
Si -46.221 5.308 6.944
Si -43.52 8.052 6.963
Si -46.249 -5.547 6.979
Si -43.528 -2.816 6.987
Si -40.806 -0.092 7.007
Si -38.121 2.656 6.978
Si -40.801 5.321 6.955
Si -38.101 8.063 6.941
Si -40.819 -5.54 6.987
Si -38.103 -2.783 6.981
Si -35.394 -0.026 6.938
Si -32.701 2.714 6.93
Si -35.426 5.433 6.956
Si -32.714 8.205 6.953
Si -35.397 -5.476 6.952
Si -32.667 -2.708 6.921
Si -29.958 0.004 6.912
Si -27.257 2.76 6.869
Si -30.01 5.466 6.928
Si -27.237 8.261 6.896
Si -29.974 -5.348 6.898
Si -27.239 -2.628 6.834
Si -24.55 0.075 6.795
Si -21.831 2.825 6.782
Si -24.527 5.556 6.864
Si -21.826 -8.021 6.797
Si -24.51 -5.312 6.866
Si -21.824 -2.612 6.761
Si -19.106 0.117 6.74
Si -16.388 2.848 6.707
Si -19.144 5.581 6.769
Si -16.414 -7.977 6.753
Si -19.123 -5.309 6.737
Si -16.389 -2.579 6.699
Si -13.632 0.142 6.664
Si -10.86 2.835 6.736
Si -13.646 5.599 6.755
Si -10.886 -8.009 6.694
Si -13.638 -5.269 6.705
Si -10.888 -2.557 6.687
Si -8.134 0.141 6.71
Si -5.424 2.848 6.705
Si -8.154 5.561 6.685
Si -5.42 -8.029 6.74
Si -8.163 -5.28 6.718
Si -5.436 -2.566 6.72
Si -2.765 0.121 6.741
Si -0.039 2.827 6.776
Si -2.712 5.552 6.728
Si -0.015 -8.05 6.753
Si -2.749 -5.286 6.765
Si -0.065 -2.586 6.777
Si 1.317 1.496 8.175
Si 4.024 4.181 8.19
Si 1.314 6.914 8.146
Si 4.052 9.614 8.159
Si 1.316 -3.952 8.109
Si 4.056 -1.262 8.156
Si 6.774 1.444 8.161
Si 9.47 4.126 8.139
Si 6.772 6.888 8.155
Si 9.5 9.627 8.147
Si 6.796 -3.968 8.179
Si 9.521 -1.275 8.168
Si 12.206 1.417 8.112
Si 14.912 4.125 8.099
Si 12.196 6.879 8.127
Si 14.96 9.622 8.075
Si 12.243 -3.98 8.079
Si 14.925 -1.307 8.041
Si 17.645 1.371 8.033
Si 20.37 4.087 8.021
Si 17.651 6.89 8.076
Si 20.391 9.577 8.084
Si 17.673 -4.006 8.046
Si 20.409 -1.365 8.072
Si 23.163 1.308 8.086
Si 25.856 4.039 8.084
Si 23.132 6.829 8.052
Si 25.852 9.561 8.102
Si 23.122 -4.068 8.11
Si 25.862 -1.397 8.106
Si 28.585 1.313 8.096
Si 31.315 4.057 8.113
Si 28.572 6.814 8.118
Si 31.287 9.562 8.158
Si 28.556 -4.04 8.12
Si 31.286 -1.364 8.129
Si 34.025 1.333 8.154
Si 36.755 4.05 8.209
Si 34.04 6.798 8.176
Si 36.76 9.543 8.253
Si 34.009 -4.059 8.182
Si 36.74 -1.375 8.241
Si 39.489 1.34 8.27
Si 42.194 4.045 8.3
Si 39.485 6.79 8.28
Si 42.195 9.517 8.333
Si 39.479 -4.08 8.319
Si 42.206 -1.391 8.341
Si 44.922 1.309 8.329
Si 47.641 4.035 8.3
Si 44.896 6.797 8.32
Si 47.646 9.518 8.323
Si 44.933 -4.076 8.34
Si 47.646 -1.381 8.29
Si 50.357 1.304 8.242
Si 53.076 4.08 8.231
Si 50.376 6.791 8.29
Si 53.107 9.499 8.235
Si 50.37 -4.102 8.27
Si 53.099 -1.425 8.239
Si 55.801 1.324 8.192
Si 58.5 4.024 8.164
Si 55.768 6.787 8.192
Si 58.489 9.495 8.172
Si 55.813 -4.129 8.197
Si 58.551 -1.436 8.165
Si 61.224 1.249 8.115
Si 63.956 3.976 8.079
Si 61.203 6.76 8.127
Si 63.973 9.472 8.11
Si 61.245 -4.135 8.136
Si 63.979 -1.476 8.086
Si 66.692 1.21 8.076
Si -61.111 3.972 8.049
Si 66.706 6.71 8.072
Si -61.118 9.436 8.042
Si 66.706 -4.172 8.07
Si -61.136 -1.485 8.071
Si -58.42 1.22 8.08
Si -55.708 3.93 8.099
Si -58.417 6.709 8.066
Si -55.749 9.436 8.11
Si -58.415 -4.177 8.083
Si -55.696 -1.481 8.091
Si -53.017 1.229 8.153
Si -50.318 3.929 8.222
Si -53.011 6.684 8.183
Si -50.309 9.41 8.216
Si -53.029 -4.172 8.165
Si -50.339 -1.465 8.21
Si -47.61 1.252 8.28
Si -44.882 3.939 8.311
Si -47.599 6.679 8.273
Si -44.896 9.394 8.32
Si -47.626 -4.147 8.267
Si -44.914 -1.47 8.324
Si -42.185 1.262 8.345
Si -39.484 3.979 8.354
Si -42.162 6.683 8.305
Si -39.45 9.422 8.317
Si -42.173 -4.168 8.341
Si -39.45 -1.441 8.371
Si -36.755 1.3 8.327
Si -34.06 4.061 8.295
Si -36.768 6.753 8.344
Si -34.048 9.535 8.349
Si -36.739 -4.128 8.334
Si -34.028 -1.362 8.293
Si -31.32 1.358 8.267
Si -28.605 4.121 8.243
Si -31.354 6.825 8.289
Si -28.601 9.605 8.238
Si -31.321 -4.041 8.297
Si -28.587 -1.336 8.257
Si -25.877 1.416 8.202
Si -23.157 4.177 8.17
Si -25.878 6.893 8.237
Si -23.175 -6.703 8.2
Si -25.877 -3.974 8.218
Si -23.17 -1.277 8.15
Si -20.462 1.461 8.114
Si -17.756 4.196 8.072
Si -20.47 -9.379 8.152
Si -17.764 -6.64 8.122
Si -20.465 -3.972 8.122
Si -17.744 -1.248 8.078
Si -14.995 1.495 8.031
Si -12.242 4.223 8.053
Si -15.037 -9.355 8.065
Si -12.26 -6.641 8.032
Si -15.009 -3.919 8.054
Si -12.271 -1.218 8.023
Si -9.483 1.497 8.083
Si -6.785 4.221 8.055
Si -9.503 -9.365 8.032
Si -6.796 -6.642 8.068
Si -9.517 -3.896 8.055
Si -6.775 -1.195 8.095
Si -4.091 1.504 8.11
Si -1.393 4.193 8.133
Si -4.057 -9.379 8.093
Si -1.374 -6.647 8.109
Si -4.094 -3.906 8.127
Si -1.417 -1.213 8.135
Si -0.077 0.156 9.51
Si 2.668 2.848 9.567
Si -0.045 5.56 9.502
Si 2.689 8.269 9.5
Si -0.058 -5.256 9.496
Si 2.662 -2.606 9.491
Si 5.416 0.117 9.522
Si 8.143 2.793 9.534
Si 5.406 5.55 9.516
Si 8.136 8.254 9.5
Si 5.406 10.996 9.504
Si 8.146 -2.59 9.541
Si 10.853 0.116 9.52
Si 13.541 2.789 9.472
Si 10.818 5.505 9.476
Si 13.575 8.275 9.41
Si 10.88 11.01 9.464
Si 13.581 -2.613 9.45
Si 16.29 0.03 9.41
Si 19.019 2.728 9.368
Si 16.284 5.518 9.402
Si 19.028 8.235 9.421
Si 16.303 11.012 9.414
Si 19.046 -2.702 9.438
Si 21.788 -0.034 9.433
Si 24.522 2.663 9.447
Si 21.751 5.445 9.34
Si 24.457 8.208 9.426
Si 21.753 10.91 9.475
Si 24.49 -2.738 9.485
Si 27.224 -0.062 9.47
Si 29.941 2.679 9.436
Si 27.175 5.432 9.432
Si 29.88 8.216 9.482
Si 27.192 10.921 9.485
Si 29.918 -2.708 9.515
Si 32.653 -0.037 9.508
Si 35.395 2.659 9.532
Si 32.65 5.436 9.487
Si 35.382 8.17 9.564
Si 32.626 10.932 9.553
Si 35.374 -2.755 9.592
Si 38.127 -0.05 9.614
Si 40.867 2.664 9.668
Si 38.111 5.408 9.595
Si 40.827 8.144 9.681
Si 38.107 10.873 9.677
Si 40.839 -2.753 9.718
Si 43.577 -0.053 9.725
Si 46.285 2.673 9.673
Si 43.521 5.434 9.674
Si 46.247 8.173 9.676
Si 43.562 10.869 9.705
Si 46.3 -2.719 9.7
Si 49.039 -0.05 9.649
Si 51.726 2.683 9.556
Si 49.006 5.414 9.644
Si 51.767 8.153 9.616
Si 49.003 10.904 9.679
Si 51.747 -2.778 9.632
Si 54.485 -0.052 9.56
Si 57.169 2.675 9.541
Si 54.46 5.422 9.594
Si 57.13 8.135 9.525
Si 54.464 10.85 9.605
Si 57.206 -2.786 9.535
Si 59.896 -0.085 9.523
Si 62.606 2.597 9.42
Si 59.869 5.378 9.497
Si 62.588 8.116 9.438
Si 59.884 10.84 9.501
Si 62.614 -2.776 9.465
Si 65.332 -0.145 9.444
Si 68.082 2.589 9.354
Si 65.334 5.339 9.392
Si 68.1 8.065 9.378
Si 65.354 10.809 9.445
Si 68.057 -2.83 9.439
Si -59.773 -0.144 9.436
Si -57.074 2.576 9.449
Si -59.778 5.338 9.396
Si -57.1 8.073 9.458
Si -59.779 10.777 9.431
Si -57.036 -2.851 9.453
Si -54.361 -0.157 9.494
Si -51.665 2.559 9.572
Si -54.379 5.292 9.494
Si -51.653 8.031 9.57
Si -54.399 10.776 9.496
Si -51.683 -2.838 9.574
Si -48.998 -0.114 9.604
Si -46.264 2.593 9.68
Si -48.965 5.288 9.59
Si -46.264 8.036 9.667
Si -48.98 10.782 9.591
Si -46.292 -2.813 9.681
Si -43.566 -0.098 9.682
Si -40.826 2.606 9.732
Si -43.519 5.308 9.656
Si -40.82 8.054 9.661
Si -43.552 10.782 9.663
Si -40.834 -2.803 9.719
Si -38.087 -0.068 9.721
Si -35.401 2.679 9.667
Si -38.121 5.363 9.675
Si -35.42 8.151 9.681
Si -38.098 10.807 9.671
Si -35.386 -2.717 9.666
Si -32.665 -0.003 9.645
Si -29.955 2.745 9.594
Si -32.697 5.43 9.636
Si -29.945 8.213 9.58
Si -32.681 10.934 9.676
Si -29.941 -2.704 9.638
Si -27.2 0.027 9.567
Si -24.505 2.809 9.52
Si -27.232 5.503 9.576
Si -24.513 8.247 9.582
Si -27.224 10.956 9.582
Si -24.478 -2.64 9.563
Si -21.794 0.087 9.493
Si -19.1 2.827 9.447
Si -21.812 5.561 9.513
Si -19.11 -8.01 9.496
Si -21.792 -5.342 9.52
Si -19.085 -2.615 9.457
Si -16.364 0.133 9.381
Si -13.63 2.862 9.38
Si -16.395 5.58 9.394
Si -13.645 -7.989 9.372
Si -16.368 -5.269 9.425
Si -13.626 -2.572 9.391
Si -10.89 0.124 9.365
Si -8.11 2.864 9.44
Si -10.864 5.598 9.377
Si -8.158 -7.998 9.413
Si -10.891 -5.267 9.373
Si -8.15 -2.547 9.435
Si -5.432 0.162 9.499
Si -2.755 2.851 9.506
Si -5.444 5.593 9.432
Si -2.741 -7.992 9.474
Si -5.463 -5.277 9.453
Si -2.763 -2.531 9.531
O 23.291 -2.375 -5.881
O 21.949 -6.039 -6.481
O 2.703 0.052 16.775
O 3.947 2.005 17.804
O 4.258 7.302 17.726
O 0.374 3.368 16.799
O 14.756 1.296 -3.176
O -6.24 -6.62 18.96
O 1.273 -6.076 17.638
O 6.938 -0.532 17.319
O 5.432 -2.52 16.551
O 4.054 -4.372 17.652
O 10.41 -2.932 19.778
O 9.473 1.353 17.974
O 10.987 2.936 16.62
O 6.118 4.543 17.838
O 8.183 5.741 16.807
O 6.071 -7.166 17.113
O 11.58 -7.78 19.647
O -1.613 6.983 17.76
O 9.844 -3.765 17.439
O 7.974 -0.064 19.613
O 3.024 -4.56 20.025
O 10.874 2.857 19.827
O 11.987 -2.28 17.622
O 12.595 1.221 18.788
O 15.012 1.708 17.687
O 14.414 -7.246 -5.817
O 16.312 8.139 16.548
O 17.008 -1.37 17.473
O 9.7 -1.175 17.994
O 18.059 -3.254 18.905
O 0.146 3 -6.701
O 4.935 -0.386 -5.689
O 6.232 8.03 19.379
O 11.143 3.928 -4.026
O 6.926 1.374 -5.859
O 9.181 4.684 20.455
O 8.537 -5.428 -3.769
O 16.961 3.937 -5.866
O 22.318 -3.326 -3.619
O 12.287 5.985 -2.606
O 5.749 7.259 -3.397
O 19.555 4.019 -5.718
O 3.128 -5.02 -5.101
O 14.861 6.019 17.014
O 10.499 -3.698 -3.539
O 14.725 6.5 -5.771
O 4.093 1.659 20.455
O 13.683 -5.259 16.679
O 15.892 -2.164 19.757
O 15.68 -3.649 17.588
O 0.082 -8.008 16.443
O 15.76 -2.683 -5.445
O 11.652 -6.829 17.293
O 7.51 -7.593 -4.693
O 12.305 7.432 -6.14
O 13.356 1.131 -6.945
O 1.825 1.371 -2.76
O 17.429 -3.45 -3.657
O 18.322 8.088 -3.863
O 18.725 6.625 -6.021
O 15.993 0.676 -6.463
O 3.567 -0.486 -3.328
O 26.285 -0.542 19.235
O 8.38 7.934 -0.415
O 5.396 -0.371 19.509
O 10.041 7.434 17.65
O 11.611 3.81 -1.397
O -34.803 0.117 -3.671
O 59.112 -3.707 17.634
O -6.608 -0.74 18.886
O 3.506 -2.447 -5.057
O 3.411 1.894 -0.771
O 10.599 -1.087 -3.18
O 58.975 -0.237 19.456
O 14.824 -3.87 -1.711
O 40.823 -6.516 -6.148
O -44.171 1.227 17.842
O 0.033 -0.491 -6.794
O 14.982 -1.33 -2.561
O 17.091 -7.501 -6.032
O 3.323 6.411 -6.403
O -52.744 -1.339 -1.708
O 13.436 -2.088 -0.567
O 13.545 3.648 -3.068
O 14.28 2.22 -0.857
O 4.486 2.133 -5.32
O -17.845 -4.243 -6.716
O 1.742 3.74 -1.53
O 0.042 5.49 -0.494
O 1.521 1.312 -5.553
O 27.779 5.416 -6.736
O 17.965 -7.713 -1.235
O 0.05 -5.203 -0.258
O 18.926 -3.678 -1.339
O 2.875 -2.855 -0.475
O 6.662 -2.119 -1.3
O 5.953 -4.348 -2.743
O 8.97 2.461 -4.48
O -52.851 -4.653 20.564
O 4.122 7.158 -1.405
O 32.013 -7.409 -3.268
O 4.521 -5.005 -0.761
O 4.597 -6.775 -2.697
O -16.784 7.344 -4.416
O 18.127 -5.802 20.216
O 13.533 3.341 19.849
O 3.893 3.095 -2.955
O 12.79 -2.673 -3.008
O 14.474 7.022 -1.448
O -32.245 6.077 20.581
O 8.997 -4.198 -1.437
O -35.231 -1.058 -5.975
O 11.725 -0.101 -1.087
O 6.404 3.108 19.916
O 34.923 7.392 19.616
O 33.574 8.029 -5.286
O 19.001 0.219 16.717
O 20.56 2.179 17.556
O 18.714 5.265 16.524
O 16.652 3.263 16.536
O 20.338 7.135 17.381
O 21.008 5.583 -7.021
O 67.871 -1.501 19.645
O 18.028 -6.555 17.625
O 20.367 -1.817 18.766
O 21.763 -2.806 16.41
O 20.043 -4.251 17.614
O 31.708 3.069 -6.5
O 25.284 1.117 17.463
O 27.128 2.733 16.478
O 22.911 3.251 17.318
O 24.374 5.315 16.533
O 22.217 -7.333 17.623
O 29.906 5.451 -5.11
O 19.975 -7.365 19.178
O 24.141 -5.63 16.794
O 26.094 -4.378 17.852
O 49.503 3.016 16.807
O 28.321 3.596 20.673
O 29.192 0.144 17.476
O 35.871 -2.771 -5.892
O 60.344 6.358 20.128
O 28.49 4.825 17.156
O 32.543 5.219 -5.339
O 32.441 8.09 16.527
O 29.787 -5.519 16.537
O 34.299 3.514 -6.266
O 28.909 -7.595 17.731
O 33.383 -1.399 17.82
O 10.49 0.064 20.216
O 17.373 8.123 19.575
O 21.851 7.079 19.444
O 24.242 2.966 -3.528
O 26.661 -0.68 -6.48
O 33.531 0.187 -3.42
O 43.15 6.164 -4.038
O 26.697 7.438 -5.459
O 26.574 4.576 18.919
O 41.492 -3.598 -5.75
O 67.697 5.35 -5.044
O -18.06 -1.791 18.406
O 21.814 2.035 -3.724
O 23.586 5.146 19.844
O 55.69 -7.794 20.179
O 24.267 0.91 19.906
O -1.762 7.406 -5.982
O 18.297 3.805 -3.577
O 26.898 -7.553 -3.246
O 61.268 5.49 -6.039
O 30.622 6.665 17.558
O 41.743 -4.129 -1.173
O 54.121 7.442 -4.792
O 26.618 -3.016 19.94
O 62.12 4.081 -4.009
O 22.538 -2.637 19.954
O 30.965 -3.749 17.927
O 32.326 -2.753 19.829
O 27.191 6.229 -3.134
O 49.827 -3.163 -3.555
O 54.644 2.067 19.79
O 34.158 -1.644 -1.615
O 35.968 -7.477 -5.76
O 33.309 1.079 -6.278
O 27.281 3.865 -4.12
O 22.059 -5.848 -3.825
O 39.33 -1.077 17.947
O 22.15 7.549 -3.516
O 31.019 -3.8 -1.393
O 19.966 1.456 -1.283
O 32.57 -4.123 -3.451
O 34.374 7.762 -2.822
O 34.194 -6.137 -3.775
O 19.719 -7.294 -5.94
O -59.152 -5.535 19.196
O 22.649 -7.319 -1.382
O 39.098 -4.654 -5.492
O 22.12 2.393 19.723
O -54.187 -7.349 -4.422
O 22.011 -0.503 -4.615
O -46.824 4.589 -1.345
O 28.375 6.532 18.989
O -19.39 -5.822 20.285
O 28.389 4.368 -1.66
O 24.772 7.824 -0.387
O 29.143 2.195 -3.625
O -59.584 -0.579 -4.037
O 54.791 -2.684 16.862
O 64.236 0.903 -1.139
O 17.692 1.586 -2.406
O 25.443 1.719 -1.468
O 37.496 -2.557 -3.56
O -46.415 -6.617 -5.614
O -13.233 -3.68 -4.246
O -33.841 -3.313 20.259
O 15.977 3.517 -2.405
O 38.939 1.276 18.859
O 41.953 -4.004 18.353
O -13.84 2.94 -3.282
O 26.135 -1.77 -1.706
O 28.662 -1.503 -1.655
O -55.112 -5.941 20.367
O 30.106 -3.49 -3.906
O 55.483 -5.045 -3.279
O 32.478 0.112 -0.94
O 38.456 -7.287 -5.07
O -54.945 4.732 19.441
O 18.18 3.796 -0.998
O 16.256 5.463 -0.281
O -7.156 3.954 -6.073
O 31.509 6.392 -3.302
O 35.099 -6.898 -0.973
O 16.386 -5.6 -0.536
O 34.342 3.594 -1.344
O -14.613 4.103 -1.168
O 21.812 -0.018 -0.378
O 23.522 -1.774 -1.39
O 27.072 -0.659 -3.762
O 47.077 -7.454 -3.326
O 21.859 5.259 -0.236
O 20.659 7.131 -1.353
O 43.482 0.314 19.807
O -26.207 -4.156 -2.141
O 21.347 -4.619 -1.486
O 20.248 -7.067 -2.531
O -2.661 -6.5 -5.469
O -12.812 5.785 19.548
O 20.976 1.321 -6.062
O 24.749 -2.741 -3.614
O 45.258 4.383 17.735
O -33.675 -6.641 -2.571
O -49.747 0.927 -1.437
O 23.539 3.454 -1.044
O 31.011 7.61 -1.156
O 28.661 -7.16 -1.275
O 24.995 -3.991 -1.24
O 27.143 -5.36 -0.376
O 27.304 0.245 -0.325
O -57.1 5.009 -5.356
O 56.103 -7.654 -3.625
O 51.999 -6.296 -5.443
O 35.264 0.159 16.866
O 36.807 2.163 17.651
O 34.987 5.144 16.628
O -20.066 -0.472 -1.792
O 36.426 7.123 17.529
O 42.957 0.708 -5.974
O 47.413 -3.487 -6.949
O -42.986 4.079 17.824
O 5.574 -4.525 19.911
O 37.952 -2.834 16.771
O -0.794 -4.445 17.817
O 45.583 2.193 -3.039
O 42.081 0.462 17.626
O 43.577 2.579 16.842
O 38.936 3.691 17.818
O 40.719 5.3 16.843
O -49.722 -4.516 17.839
O 42.698 7.855 20.365
O 39.21 1.174 -5.658
O 40.635 -5.612 16.909
O 61.937 -7.982 17.16
O -30.83 4.667 -6.914
O 44.361 3.41 20.03
O 45.922 0.077 17.257
O 46.22 2.245 18.801
O 48.241 1.031 17.873
O -13.906 -0.758 19.564
O 47.861 3.286 -2.05
O 49.008 8.053 16.833
O 51.051 -2.075 17.907
O 63.785 5.857 -5.632
O 45.01 -7.638 17.742
O -47.21 -4.023 -5.908
O 31.658 -5.357 19.875
O 62.96 -6.272 18.801
O 45.276 0.035 -4.792
O -43.835 2.291 20.152
O 1.107 -1.815 17.72
O 49.437 -4.639 -5.666
O 36.072 -5.062 20.363
O 56.015 3.959 -1.543
O 66.243 1.105 -2.71
O 55.877 -3.437 -5.713
O 45.26 7.044 -2.805
O 42.917 2.55 -4.215
O 43.289 -1.718 -5.313
O 37.657 3.156 20.056
O 43.93 -1.467 17.777
O -13.764 -4.056 19.589
O 51.2 -1.775 -5.281
O 65.737 -7.74 20.026
O -26.478 1.189 -2.489
O 47.424 6.718 -6.758
O 44.693 6.608 19.285
O 40.966 7.317 -2.849
O -51.816 -5.715 16.856
O -1.397 1.774 17.849
O -32.194 3.057 16.848
O 40.903 6.711 -5.265
O 47.974 -3.778 17.964
O -60.729 7.835 -4.622
O 41.19 2.759 -6.142
O 52.122 7.165 -6.363
O 38.903 5.879 -6.557
O 47.296 -1.616 -2.719
O 46.785 -0.117 19.765
O 42.504 5.187 20.051
O 41.019 4.72 -3.453
O 41.881 -1.635 19.343
O 38.535 5.231 -3.193
O -22.93 -8.021 -3.643
O 45.199 -1.884 -1.181
O 36.774 2.631 -0.932
O 47.926 -5.01 -3.549
O 51.634 -8.025 -3.465
O 52.339 6.996 -1.273
O 33.512 -7.093 20.68
O 48.589 -1.7 -5.468
O 41.933 -6.576 -2.34
O 53.714 -2 -6.152
O -37.738 -0.487 -0.31
O -24.306 0.201 -3.601
O 39.874 -2.255 -4.252
O 45.589 5.563 -5.055
O 42.434 6.861 17.96
O -39.257 -7.805 -5.699
O 45.373 4.243 -1.395
O 37.938 -5.262 -0.334
O -49.224 -6.333 19.766
O 40.887 0.969 -3.551
O -56.052 -0.136 -6.471
O -34.828 6.74 17.617
O 35.494 1.643 -2.777
O 42.378 1.853 -1.568
O 46.317 -5.516 16.897
O 31.773 -1.693 -2.806
O -51.798 -0.191 16.956
O -20.528 7.329 -3.082
O -35.362 -5.425 16.669
O 45.444 -3.216 -3.421
O 50.456 -5.693 -3.44
O 43.477 5.679 -0.339
O 40.584 -4.631 -3.44
O -13.021 -4.16 -6.956
O 46.987 -3.777 -1.228
O 46.244 2.059 -0.465
O -22.136 -5.577 -4.204
O 48.038 0.354 -1.235
O 66.403 3.382 17.625
O -45.615 -2.632 19.871
O 31.242 3.844 -3.452
O 32.696 5.534 -0.478
O 10.498 -5.482 19.951
O -53.541 -2.01 17.909
O 47.302 7.313 -1.164
O 32.869 -5.492 -0.435
O 50.554 -0.42 -1.005
O 35.854 -3.131 -0.407
O 38.12 0.256 -0.495
O 42.786 7.976 -6.75
O 43.211 0.069 -3.364
O 67.671 3.452 -3.215
O 38.164 5.522 -0.206
O 36.41 7.152 -1.245
O 41.787 7.844 -0.528
O -19.859 -3.045 19.729
O -28.616 7.997 -3.632
O 36.684 -7.325 -3.123
O -22.476 1.304 -5.193
O -28.195 5.485 -4.387
O -0.762 -2.368 19.711
O 62.561 -5.733 -4.299
O -3.257 -3.481 -3.287
O -53.663 -1.005 -6.991
O -34.272 -5.695 19.1
O 39.837 3.849 -1.267
O 66.48 3.169 -1.018
O 45.425 -7.202 -1.181
O 59.7 3.261 -4.829
O 43.661 -5.528 -0.162
O 43.66 -0.018 -0.274
O 44.122 -4.045 -5.677
O 63.355 -4.341 20.367
O 67.05 6.061 -2.515
O 52.019 0.098 16.888
O 53.426 2.254 17.508
O 51.523 5.139 16.747
O 63.02 5.631 16.476
O -4.645 -1.83 17.493
O 57.43 4.308 -3.79
O 54.867 3.877 -3.976
O 51.244 -7.04 17.572
O 56.838 -1.253 17.841
O -40.926 0.268 -3.705
O 52.847 -4.125 17.682
O 55.369 -5.259 19.27
O 57.73 1.104 17.574
O 59.527 2.775 16.823
O 55.687 3.545 17.759
O 57.366 5.364 16.81
O 53.41 -7.019 19.1
O 60.679 -7.645 19.292
O 56.065 0.574 -5.889
O 57.343 -5.499 16.827
O -27.255 0.097 -4.673
O 58.423 5.258 -6.073
O 59.636 -6.178 -6.713
O 62.632 -0.053 16.712
O 60.713 1.621 18.888
O 64.353 1.807 17.334
O 61.828 3.631 17.527
O 12.664 7.144 17.774
O 64.95 7.755 16.532
O 62.706 -5.675 16.203
O 64.054 -4.117 17.729
O -23.364 4.406 -5.674
O 66.941 -3.852 19.109
O 46.363 -5.738 20.69
O 52.747 2.4 -4.114
O 57.449 2.789 -5.937
O 39.217 -7.509 18.059
O 61.405 -0.635 -1.623
O 5.736 5.152 -0.479
O 0.531 -5.216 20.05
O 61.586 -7.345 -1.313
O 66.209 -0.983 -1.198
O -56.502 -6.804 -5.657
O -36.498 3.901 18.193
O -41.946 0.716 19.347
O 55.581 -7.289 17.629
O 53.622 4.354 19.192
O -45.291 -0.605 -2.95
O -33.202 -1.879 -4.149
O -52.893 -0.112 20.12
O -7.368 1.274 20.482
O 55.669 -6.525 -1.291
O 57.417 -3.641 20.007
O -42.958 -2.659 20.118
O -12.645 -4.072 -1.619
O -15.883 -5.243 20.084
O 59.872 -3.043 20.116
O -60.859 1.098 -5.98
O 61.076 -4.155 -5.701
O -60.554 -6.367 -3.156
O 65.331 -1.573 19.248
O -13.663 -5.972 -3.039
O -31.015 -1.777 17.873
O 50.435 -4.572 18.352
O -19.746 -0.213 19.757
O 63.821 0.205 20.222
O -24.319 -5.772 -2.821
O 61.118 6.637 -2.472
O 50.422 -7.547 -1.18
O 55.652 6.147 -2.94
O -4.187 -4.389 -5.585
O 36.13 4.333 -3.005
O 52.278 1.565 -1.02
O 64.607 -3.222 -4.263
O -61.635 7.369 -1.154
O -62.533 5.319 16.696
O 36.862 6.77 -4.385
O 60.849 -1.743 17.824
O -2.903 0.216 19.368
O 66.043 1.106 19.172
O 56.586 0.389 19.903
O 55.022 -2.833 20.361
O 56.422 -1.43 -4.186
O 60.198 -4.796 -3.32
O 59.461 6.9 17.61
O 1.54 -0.954 -1.581
O 60.993 5.102 -0.394
O 58.805 6.224 -1.276
O -8.549 -2.909 -3.639
O 56.837 0.99 -3.359
O -9.492 7.109 18.711
O 52.574 0.343 -5.776
O 50.048 1.751 -2.475
O 57.923 1.612 -1.068
O 31.118 -0.65 19.024
O 66.445 -5.648 -6.814
O -50.349 -7.319 -2.831
O -50.119 -1.785 -5.77
O 46.155 2.292 -5.578
O -26.087 -2 -5.819
O -62.16 -6.145 -5.155
O 61.053 -7.702 -5.117
O 58.085 -2.013 -6.152
O -6.761 -3.272 17.828
O 64.056 -3.513 -1.571
O 62.54 2.801 -0.306
O 52.007 0.108 -3.166
O -58.103 -1.089 -1.862
O -57.204 0.395 -4.099
O 62.95 -1.789 -5.87
O 50.383 3.886 -1.17
O 48.842 5.529 -0.021
O 53.725 3.317 -6.332
O 23.767 -7.351 -5.109
O 66.508 -7.955 -1.111
O 48.916 -5.47 -0.448
O -28.435 3.806 -6.33
O 51.781 -2.633 -0.384
O 54.445 0.112 -0.412
O -9.353 -0.272 20.202
O -43.417 6.643 -4.227
O -52.824 -7.225 20.013
O 54.251 5.429 -0.359
O -10.067 7.121 -2.245
O 57.215 8.047 -0.311
O -54.455 2.237 20.29
O 53.038 -5.914 -3.036
O 0.532 -0.06 19.606
O 59.078 -0.14 -2.723
O -58.432 -0.866 17.649
O 58.488 0.49 -6.888
O 57.99 -3.576 -4.089
O -58.654 6.389 -3.742
O -56.09 -4.39 -4.042
O -13.536 1.82 -7.04
O 13.195 -5.588 19.935
O -31.089 -1.944 -6.874
O -61.097 5.518 -3.18
O 39.627 -7.182 -1.286
O 59.907 -5.584 -0.36
O 59.684 0.126 0.037
O -7.856 2.432 -4.03
O 19.75 0.358 -3.63
O -14.982 -7.395 -1.281
O 8.013 -2.889 -3.414
O -59.322 1.611 19.287
O 5.309 0.019 -0.461
O -16.094 -6.616 -3.59
O -60.963 7.575 17.076
O -17.688 -6.76 -5.725
O -8.467 5.82 -3.739
O 66.647 -6.99 17.642
O -16.207 3.27 19.536
O -59.933 -2.848 16.785
O -61.752 -4.71 17.46
O -54.232 5.853 -6.035
O -56.741 1.17 17.278
O -54.596 2.585 16.667
O -59.089 3.533 17.506
O -57.27 5.221 16.617
O -1.133 0.999 -1.714
O 35.696 -0.916 -3.994
O 8.073 -5.403 16.58
O -58.38 -7.512 17.66
O -55.394 -3.789 17.551
O -61.004 -3.909 19.82
O -52.04 2.053 19.269
O -49.228 -6.455 -5.068
O -43.35 -5.15 -3.331
O 21.891 -0.124 20.228
O -53.169 4.579 17.459
O -46.767 7.064 -2.748
O -48.965 8.122 16.675
O 26.612 2.01 19.573
O -47.288 -0.868 -1.174
O -53.747 -7.423 17.586
O -48.087 -1.994 20.616
O -61.707 3.511 -6.444
O 64.229 -1.113 -2.808
O -60.379 5.99 18.909
O -55.755 4.129 -1.342
O -27.573 5.858 -0.261
O -47.441 -6.885 -3.29
O -62.546 7.611 19.149
O -56.367 -6.683 -3
O -9.76 3.604 -5.478
O -37.162 0.652 -5.41
O -51.913 6.961 -3.357
O -55.915 -1.173 17.874
O -57.167 2.281 -5.899
O -60.892 3.639 19.522
O 53.972 -7.256 -6.852
O -51.888 -5.937 -4.386
O -49.421 5.635 20.066
O -13.701 -2.492 0.007
O -53.759 -5.591 -6.245
O -57.539 -7.292 20.214
O -50.373 6.329 17.704
O -56.238 7.327 -4.231
O -57.088 -5.558 16.657
O 7.041 -5.278 -6.005
O -55.524 -2.698 19.896
O -57.139 0.38 19.702
O 13.754 -3.647 -6.692
O -50.138 -0.441 19.916
O -52.47 -3.629 -2.853
O -9.438 6.936 -5.877
O -62.578 -6.132 19.615
O -50.368 -2.15 -3.092
O -30.662 6.631 -4.583
O -55.196 7.957 19.69
O 52.969 7.196 17.629
O -58.065 7.479 -6.038
O -28.656 -1.646 -6.047
O -58.404 -4.897 -2.892
O -49.595 0.121 -3.986
O -61.985 1.662 -1.448
O -48.026 -2.066 -4.198
O -51.628 -2.49 20.278
O -40.684 -4.043 20.205
O -60.253 5.484 -5.608
O 3.989 4.021 19.382
O -28.069 1.969 17.61
O 11.148 1.438 -3.276
O -9.871 1.889 18.719
O -54.712 5.361 -3.41
O -54.96 -2.647 -5.535
O -58.182 -3.331 19.887
O -21.677 8.121 19.956
O 0.798 7.399 -5.346
O -53.214 4.656 -1.289
O -55.062 6.602 -1.175
O -54.965 3.491 -5.182
O -57.279 -2.12 -4.116
O 64.508 3.217 19.497
O -60.872 -1.515 -6.035
O -7.066 -6.575 -6.172
O -56.349 1.642 -1.363
O -33.1 7.418 -3.746
O 59.875 4.071 19.147
O 6.716 -6.455 -1.287
O -16.436 -2.147 -5.834
O -30.755 4.16 -0.768
O -52.827 -1.595 -4.463
O -47.872 7.627 -5.346
O -50.13 5.026 -3.937
O -3.363 -6.965 -1.395
O 11.109 1.897 -5.847
O -50.646 -3.685 -0.978
O -51.537 2.719 -0.536
O -5.868 -3.202 -3.839
O -35.041 8.267 19.808
O -38.082 5.175 -3.511
O -21.053 1.874 -2.591
O -19.683 0.279 -4.374
O 65.186 5.345 -0.28
O -20.146 1.58 -6.527
O -24.591 -3.336 -4.002
O -46.941 -7.455 -0.805
O 65.323 -5.616 -0.575
O -38.603 -3.999 -2.734
O -62.536 -2.794 -0.559
O -59.973 0.13 -0.616
O -15.972 0.643 -3.248
O -56.978 3.173 -3.478
O -58.589 0.01 -6.334
O -59.877 5.429 -0.461
O -39.803 0.727 -1.346
O -57.094 8.095 -0.402
O -59.07 -6.529 -1.011
O -60.628 -4.421 -1.459
O -38.286 -3.015 19.963
O -21.512 4.779 19.598
O -47.428 1.017 -2.874
O -6.658 4.198 -2.466
O -2.885 -5.369 16.677
O 48.427 -6.105 19.077
O -38.55 4.775 19.517
O -58.28 3.485 -1.277
O -50.617 7.105 -1.089
O -50.66 3.947 18.487
O -56.298 -4.455 -1.432
O -54.226 -5.696 -0.487
O -54.473 0.013 -0.465
O -52.558 -3.33 -6.551
O -22.342 -5.64 -6.776
O -10.93 -2.393 16.51
O -46.275 -0.132 16.991
O -42.872 -5.225 19.467
O -13.523 -0.004 16.5
O 58.144 7.788 19.539
O -15.585 -1.621 17.424
O -40.252 1.929 -5.903
O -45.222 5.013 -3.296
O -47.635 -6.174 17.641
O -41.924 -1.008 17.494
O -43.582 -2.931 16.876
O -44.858 -5.107 17.763
O -37.308 5.924 -5.841
O -39.941 0.809 17.657
O -38.179 2.567 16.817
O -12.488 3.819 -5.639
O -40.9 5.278 16.82
O -43.082 -7.082 17.624
O -39.376 7.29 20.166
O -41.737 3.846 -6.854
O -41.004 -5.666 16.806
O -39.344 -4.127 17.93
O -16.37 -0.145 19.484
O -37.875 2.233 19.83
O -35.708 -0.268 17.511
O 1.136 -0.805 -4.216
O -33.786 1.415 18.032
O -42.149 3.691 -1.351
O 39.061 2.719 -3.506
O -32.763 8.135 16.814
O -5.206 6.27 -3.403
O 27.601 -3.216 -3.412
O -36.572 -7.518 17.707
O -29.379 -3.001 19.641
O 16.179 0.246 -0.346
O -10.558 -4.341 -3.178
O -3.743 -1.772 -1.37
O -39.675 3.958 -1.868
O 23.941 -4.745 -5.224
O 14.696 0.093 19.676
O -44.742 -7.039 19.694
O -38.292 8.073 -3.292
O -32.187 0.276 -3.172
O -24.693 -4.201 -6.496
O -35.609 8.121 -3.377
O -40.012 -1.244 19.186
O -38.841 1.815 -3.753
O -15.234 3.061 -5.69
O -37.82 -1.847 17.642
O 37.138 4.384 -5.355
O -30.616 -1.43 -4.245
O -48.247 3.98 -5.38
O -40.967 7.862 -3.779
O -29.775 8.047 -0.296
O -21.412 -0.658 -6.662
O -39.716 -6.138 -3.749
O -37.301 3.312 -5.308
O -31.875 -4.927 19.509
O -37.651 -0.447 19.813
O 30.882 1.925 -1.73
O -1.838 7.222 -1.232
O 35.205 -2.616 20.13
O 36.645 -7.028 18.854
O -16.645 6.539 20.158
O 14.198 5.786 19.484
O -30.171 -6.243 -4.248
O -33.854 -0.883 19.308
O -32.42 2.844 -6.248
O -39.524 4.484 -5.668
O -21.022 -7.589 -5.385
O -41.346 5.356 -3.381
O -50.605 2.86 -5.583
O 9.42 -6.467 -5.996
O -45.573 1.223 -1.063
O -33.029 0.285 -5.632
O 46.772 8.206 19.686
O -28.345 -7.056 -5.891
O -41.514 6.505 -5.923
O 20.742 -1.714 -6.555
O -37.121 4.339 -1.225
O -29.734 -0.395 19.761
O 63.231 7.641 19.512
O -11.026 5.191 -3.81
O -38.463 -4.408 -5.271
O 49.124 -3.906 20.435
O -39.083 6.834 17.724
O -32.851 5.379 -5.391
O -22.774 7.311 17.722
O -38.856 6.322 -1.167
O -61.138 1.901 17.485
O -37.557 -1.992 -5.761
O 5.866 5.659 20.307
O -43.784 -0.248 -5.084
O 0.776 7.442 -2.787
O -0.912 0.633 -4.457
O -33.476 -3.749 17.66
O -44.938 -7.13 -2.471
O -37.081 -5.975 -3.613
O -36.945 6.687 19.203
O -15.315 3.905 17.235
O -36.361 2.095 -3.226
O -24.187 1.417 -1.227
O -36.761 -7.255 -1.289
O -4.801 4.759 18.27
O -18.266 -0.346 -6.542
O 13.74 -0.461 17.16
O -35.339 2.591 -0.286
O -10.282 4.134 17.451
O -33.491 0.645 -0.766
O -27.126 -2.642 16.711
O -27.672 -5.9 -3.527
O -45.58 -2.094 -5.131
O -48.899 5.44 -0.184
O 33.375 -0.353 20.284
O -52.562 4.602 -4.5
O -31.561 -6.284 -1.122
O -48.812 -5.572 -0.302
O -31.747 -1.755 -1.741
O -46.101 -2.942 -0.267
O -43.534 -0.076 -0.115
O -41.722 -1.127 -1.454
O -41.301 2.809 -3.661
O 29.53 8.175 -3.388
O -43.416 5.322 0.136
O -45.101 6.632 -1.081
O 39.367 -0.682 20.561
O -42.609 -6.624 -1.263
O -44.577 -4.907 -1.061
O -5.213 7.192 19.093
O -39.534 -1.647 -2.6
O -32.037 -5.113 -5.806
O -28.761 2.277 -0.983
O -41.205 -3.619 -3.277
O -27.379 0.145 -0.123
O -43.896 4.249 -5.404
O 35.529 1.322 -5.231
O 2.049 5.417 -4.26
O -34.175 7.367 -1.295
O -31.223 1.727 -1.451
O -40.207 -3.541 -0.797
O -38.295 -5.423 -0.284
O -18.484 1.563 -2.655
O -12.234 7.921 -1.152
O 28.962 3.263 -6.106
O -8.355 1.723 -6.58
O -29.735 0.139 16.76
O 40.737 -6.701 19.986
O -17.755 1.996 -5.517
O 49.569 -0.637 -3.36
O -28.167 6.783 17.505
O -22.928 3.703 -2.051
O -12.318 -4.198 17.549
O -30.946 -6.616 17.733
O -25.22 -1.04 17.562
O 1.657 -6.879 -1.327
O -28.984 -4.374 17.466
O 61.245 -0.573 -4.21
O -23.295 0.822 17.579
O -21.687 2.753 16.729
O -26.193 3.799 17.685
O -24.477 5.517 16.789
O 24.78 7.087 -3.696
O 39.922 -3.175 20.042
O -31.668 -1.964 20.385
O -24.559 -5.174 16.566
O -22.716 -3.909 17.796
O -9.476 -0.498 17.551
O 47.924 6.093 -4.166
O -18.998 0.267 16.609
O -43.377 1.879 -6.524
O -17.319 2.156 17.393
O -19.871 4.473 17.566
O -18.573 -7.337 -3.341
O -16.166 -7.921 16.212
O -14.885 1.471 18.159
O -42.486 5.518 19.988
O -20.681 -7.41 17.598
O -11.607 0.066 19.107
O -30.053 -3.722 -5.05
O 30.258 7.795 19.957
O -27.709 7.365 19.992
O -62.532 -0.063 16.525
O -28.571 4.935 19.416
O 31.326 1.594 17.751
O 47.259 -6.031 -5.8
O 27.534 -5.464 19.831
O 11.525 -4.85 -6.183
O -14.598 1.522 20.698
O -54.846 -2.318 -2.966
O -21.823 -4.724 20.138
O -24.902 1.058 -6.105
O -27.136 2.873 19.955
O -20.555 -1.537 17.671
O -24.118 -0.363 19.798
O -43.528 -2.474 -3.599
O 52.561 5.013 -4.721
O 47.567 0.805 -3.836
O -22.937 -6.466 18.48
O -17.134 6.682 17.678
O -14.979 -0.696 -1.288
O -24.494 -4.749 19.613
O 45.36 -5.71 -4.045
O 23.118 6.576 -5.773
O -19.929 -5.278 -5.749
O -17.084 -4.702 17.831
O -16.054 -2.694 19.842
O -25.409 4.405 -1.139
O -14.093 -1.318 -3.683
O -30.102 5.16 16.684
O 29.04 -0.57 -5.373
O -48.254 4.603 17.903
O 56.398 6.635 -5.348
O -2.723 2.851 -0.661
O -24.315 -6.534 -5.347
O -2.6 8.02 -3.557
O 25.817 4.281 -1.99
O 2.258 -3.5 -7.073
O 18.278 -0.761 -6.091
O -17.145 -4.058 -4.197
O -5.561 2.937 16.59
O -0.17 5.526 -6.921
O -26.022 4.533 -5.404
O -15.803 0.407 -6.101
O -7.382 1.835 -1.454
O -11.09 -3.02 -5.712
O -25.667 1.348 18.484
O -21.231 3.977 -4.133
O 27.834 -2.04 17.757
O 24.955 -5.183 20.105
O 34.501 -7.208 17.582
O -12.567 0.523 -3.056
O -20.496 4.296 -1.567
O -23.348 6.132 -1.165
O -20.17 -7.069 -1.334
O -27.519 2.796 -4.182
O -1.613 -1.37 -2.838
O 28.619 -1.29 20.212
O -30.059 3.432 -3.059
O 43.69 2.983 -6.935
O -19.136 -5.477 16.646
O -15.167 -3.896 -2.423
O -8.886 -1.864 -6.804
O -5.497 0.064 -0.61
O -5.391 2.041 -3.031
O -38.577 -5.654 19.96
O -9.358 -5.944 -4.956
O 27.008 5.942 -0.215
O -23.464 -2 -5.932
O -16.62 -1.822 -2.972
O -17.736 -3.764 -1.611
O -18.962 2.814 -0.205
O -29.12 1.001 -3.142
O -16.79 1.317 -0.827
O -11.954 2.105 17.168
O -0.987 -6.923 18.791
O -14.664 7.5 18.781
O -32.76 5.502 -0.104
O -40.794 8.009 -0.388
O -11.15 -7.06 -3.327
O 61.535 -4.143 18.461
O -33.603 -4.419 -1.198
O 18.367 -0.737 -1.51
O -29.993 -2.817 -0.285
O 20.282 -3.966 20.217
O -21.756 6.319 -5.143
O -24.526 2.714 -4.149
O -18.935 5.081 19.97
O -8.062 -8.026 -0.288
O 17.772 -4.179 -6.27
O -24.745 8.221 -0.398
O -26.708 -6.544 -1.142
O -28.575 -4.705 -1.313
O -16.534 5.666 -0.417
O -5.183 -2.568 19.932
O -15.391 -4.571 -6.136
O -1.208 -0.843 17.727
O -49.985 -4.714 -3.274
O 38.47 -5.359 19.267
O -4.446 -7.431 17.288
O -44.264 -0.366 19.951
O 63.55 -7.813 -5.879
O -18.443 7.259 -1.332
O -40.092 -2.292 -5.931
O -3.563 2.722 -4.793
O -25.388 -0.942 -1.381
O -22.049 0.201 -0.353
O 65.521 -1.648 -6.076
O 31.446 1.441 -4.412
O -27.153 -4.379 19.364
O 30.798 0.635 -6.878
O 58.456 -3.797 -1.509
O -13.505 5.574 16.415
O 27.257 1.474 -5.246
O -11.382 7.083 17.001
O -3.227 0.639 -3.21
O -11.279 2.637 -3.608
O -14.913 -6.106 17.588
O -7.212 -5.351 -3.734
O 59.987 4.181 -2.503
O 10.389 5.81 -0.339
O 17.545 5.715 20.624
O 57.879 -5.943 -2.848
O -8.006 -7.899 -4.079
O 12.74 4.578 17.557
O -8.364 5.7 16.495
O -10.161 -6.973 17.542
O -6.476 -1.306 -6.121
O -9.791 -2.14 -1.526
O -8.3 -5.216 16.784
O 1.307 -6.541 -3.917
O -20.991 4.317 -6.785
O 2.752 -7.348 -6.181
O -3.284 0.3 16.745
O -47.617 -4.245 19.385
O 14.154 -0.395 -4.915
O 63.337 7.028 -1.045
O -29.455 -5.707 19.629
O -62.403 -3.655 -6.324
O -16.449 3.146 -2.777
O 58.556 7.95 -5.613
O -44.031 6.487 17.882
O 56.773 -0.774 -1.334
O -15.212 5.31 -3.44
O -12.545 -0.316 -5.535
O -2.29 4.078 -6.584
O 2.522 3.848 -6.23
O 23.488 1.955 -5.791
O -9.488 5.233 20.443
O 19.935 -4.22 -3.689
O 49.681 4.127 -3.651
O 16.702 -0.179 -4.139
O -11.998 3.354 19.404
O -34.668 2.279 -5.152
O -7.26 1.446 17.757
O -35.566 1.015 19.891
O 11.77 -2.329 -5.338
O -10.118 -6.741 -1.099
O 21.199 4.572 18.753
O -51.256 6.344 -5.898
O 6.924 6.31 -5.593
O 60.977 1.755 -3.022
O 18.048 -5.768 -2.85
O -0.829 -6.879 -2.289
O -5.031 0.623 -5.172
O 35.128 -3.605 -3.581
O 67.776 -7.814 -3.28
O -53.105 6.675 18.958
O 9.361 0.9 -1.506
O -2.791 7.852 19.906
O -11.281 -1.722 -3.545
O -6.78 6.76 -5.531
O -4.085 -1.813 -5.058
O 30.864 -1.996 -6.644
O -55.151 6.405 17.442
O -42.609 -4.001 -5.546
O -31.93 -4.678 -3.209
O 4.908 -3.919 -6.752
O 53.649 -3.554 -4.121
O 36.321 -4.579 17.796
O -45.597 6.253 -5.624
O 43.186 -4.485 -3.295
O -12.436 2.222 -1.191
O 22.799 -0.992 17.876
O -0.234 7.172 20.046
O -4.824 5.186 -5.732
O -14.793 6.335 -5.754
O 1.84 2.243 19.578
O -11.795 -5.547 -5.221
O -52.582 -7.547 -1.407
O -44.996 4.748 19.538
O 28.234 -4.349 -5.714
O 7.536 3.871 -6.228
O 51.361 7.703 19.64
O 5.178 -8.043 -5.682
O -4.359 4.803 -1.371
O -6.432 6.451 -1.185
O 6.455 3.111 -3.928
O 4.263 -6.631 18.94
O 38.516 -0.043 -3.511
O 62.332 4.517 20.204
O -60.081 -7.884 19.551
O -1.689 -3.478 -1.255
O 52.091 -3.349 20.04
O -46.163 5.436 16.778
O 44.807 7.988 -5.189
O 10.936 -5.653 -0.565
O -7.14 -3.78 -1.593
O 60.547 -1.119 -6.674
O 28.663 -5.634 -3.463
O -4.334 7.761 -5.433
O 66.701 -2.168 17.208
O -5.331 -5.39 -0.577
O -2.748 1.526 -7.01
O 8.182 -4.52 19.866
O -52.108 -7.616 -6.169
O 62.257 -3.201 -3.399
O -6.909 7.808 17.281
O 37.04 -0.592 19.356
O -24.472 5.258 -3.423
O 46.826 6.703 17.583
O 5.688 -1.891 -3.718
O 53.736 -4.008 -1.46
O 54.415 0.288 -3.902
O -16.388 -5.435 -0.268
O 7.806 2.976 -0.522
O 22.427 4.222 -5.112
O -11.004 0.068 -0.52
O -29.631 5.957 -2.303
O 64.358 -3.966 -6.771
O 63.004 8.186 -3.366
O -11.202 5.638 -0.167
O -7.206 5.52 19.217
O -47.716 0.524 19.965
O -30.207 6.889 19.073
O 62.262 0.823 -6.158
O 26.457 6.66 17.298
O -23.693 -3.606 -1.482
O 0.854 -5.588 -6.29
O 15.933 -5.329 -4.965
O -20.082 2.579 19.367
O -59.042 -6.315 -6.447
O 46.661 4.627 19.981
O 2.489 5.465 16.739
O -9.495 4.556 -1.657
O -33.658 2.329 -2.703
O -12.052 8.234 19.142
O -11.307 -5.076 19.752
O 3.126 7.684 -3.788
O 33.873 -4.472 -5.714
O -21.92 -5.326 -0.521
O -47.71 -1.646 -6.733
O -49.552 2.351 20.261
O 39.275 -1.74 -1.66
O 18.162 1.736 -5.33
O -26.024 -6.475 18.226
O 29.805 1.576 19.779
O 47.747 4.258 -6.042
O 63.014 3.421 -6.275
O 4.556 4.715 -4.849
O 32.938 3.11 16.627
O -16.829 -7.315 18.916
O -5.135 1.543 19.284
O 53.722 -4.626 -6.552
O -48.315 -1.311 18.091
O -49.949 1.526 17.753
O 6.9 -2.445 19.074
O -41.781 -0.35 -6.759
O -14.336 7.779 -3.564
O -47.041 3.079 20.03
O 50.183 6.042 -5.264
O 12.335 -7.822 -1.399
O -32.053 5.165 -2.909
O 29.89 -3.511 20.466
O -49.34 2.672 -3.295
O 50.031 6.522 -2.589
O -35.595 -2.586 -0.373
O 13.489 7.892 -3.749
O -31.425 -7.542 20.178
O -11.795 -2.445 19.615
O -10.001 -7.245 20.651

Results
total energy: -751510.417 eV
total energy less fixed offsets of O -438.25, Si -107.07 eV per atom: 42.863 eV

Forces (eV/angstrom) on atoms 2909 to 3235 of the 3456, counted in the order above; the others are left out for length: element, x, y, z
O 0.391 -0.411 0.25
O -0.101 0.018 0.339
O 0.032 0.126 0.316
O 0.138 0.023 0.201
O 0.583 -0.338 0.228
O 0.338 -0.564 0.144
O -0.042 0.338 0.041
O -0.328 -0.467 -0.167
O -0.43 0.483 0.255
O 0.356 0.105 0.274
O -0.31 0.471 0.523
O -0.065 0.382 -0.591
O -0.381 -0.464 -0.13
O 0.456 -0.087 0.245
O -0.262 -0.242 -0.31
O 0.23 -0.31 -0.28
O -0.405 0.273 -0.347
O -0.18 0.182 -0.325
O -0.057 -0.272 -0.283
O 0.231 -0.205 0.66
O 0.129 -0.315 -0.507
O 0.002 0.287 0.3
O 0.406 -0.048 -0.272
O -0.526 0.531 0.387
O -0.596 0.065 0.186
O 0.64 0.27 0.21
O 0.618 0.239 0.169
O -0.39 0.208 -0.16
O -0.262 -0.284 -0.27
O -0.028 0.122 -0.731
O 0.305 0.134 -0.06
O 0.128 0.229 -0.034
O 0.325 0.258 -0.274
O 0.094 0.3 -0.328
O 0.206 -0.609 -0.049
O -0.15 -0.288 -0.259
O 0.402 0.094 0.039
O 0.19 -0.181 0.305
O 0.469 0.03 0.139
O -0.295 -0.002 -0.238
O -0.098 0.114 -0.361
O -0.293 0.013 -0.203
O 0.409 0.189 -0.273
O 0.321 -0.001 0.265
O 0.399 -0.42 0.031
O 0.125 0.401 -0.111
O -0.741 -0.205 0.458
O 0.395 0.309 0.178
O -0.114 0.005 -0.42
O -0.286 0.305 -0.212
O -0.47 0.488 -0.081
O 0.213 -0.237 -0.45
O -0.048 0.251 -0.042
O 0.304 -0.343 0.368
O 0.284 0.349 -0.116
O -0.619 -0.227 -0.164
O -0.444 -0.446 -0.214
O -0.062 0.115 -0.351
O -0.016 0.709 -0.19
O 0.103 0.04 0.293
O 0.027 -0.033 -0.156
O -0.214 -0.082 -0.307
O 0.586 0.009 0.415
O -0.084 -0.335 -0.233
O -0.103 0.277 -0.6
O 0.223 -0.115 -0.525
O -0.408 -0.113 -0.231
O 0.062 -0.11 -0.544
O -0.073 -0.165 -0.378
O 0.271 0.609 -0.425
O -0.075 0.199 -0.575
O -0.107 -0.397 0.098
O -0.081 0.262 -0.361
O 0.289 -0.11 0.405
O -0.233 0.326 -0.489
O 0.301 0.343 -0.461
O -0.459 0.162 -0.043
O -0.015 -0.048 0.458
O -0.038 -0.455 -0.645
O -0.334 -0.105 -0.008
O -0.05 -0.509 -0.249
O 0.069 0.044 -0.213
O -0.783 -0.102 0.042
O -0.342 0.317 -0.124
O -0.036 0.062 -0.275
O 0.174 -0.246 -0.1
O 0.558 -0.1 0.021
O -0.047 0.267 -0.439
O -0.019 0.326 0.445
O 0.212 0.07 0.116
O 0.373 0.044 0.078
O 0.056 -0.213 0.367
O -0.335 -0.01 -0.45
O -0.418 -0.283 0.029
O 0.097 -0.453 -0.059
O -0.02 -0.67 -0.015
O 0.569 0.162 0.268
O -0.042 -0.26 0.41
O -0.129 -0.221 0.478
O -0.666 0.099 0.381
O -0.093 0.39 0.189
O -0.03 0.075 0.319
O -0.192 -0.191 0.102
O 0.012 0.345 -0.145
O -0.045 -0.12 0.279
O 0.19 -0.46 0.028
O -0.663 0.079 -0.246
O -0.195 0.612 -0.246
O -0.245 -0.041 0.104
O 0.015 0.317 0.138
O -0.702 0.147 0.527
O -0.507 -0.049 -0.024
O 0.304 -0.142 -0.07
O 0.083 -0.537 -0.117
O -0.049 0.143 0.559
O -0.096 -0.055 -0.275
O -0.095 -0.034 -0.178
O 0.305 0.014 0.177
O 0.415 0.231 -0.118
O -0.475 -0.398 -0.188
O -0.602 -0.18 0.105
O 0.069 0.097 0.438
O -0.08 -0.101 -0.418
O -0.01 -0.105 0.332
O -0.018 -0.18 -0.176
O 0.022 -0.232 -0.021
O 0.891 -0.136 -0.422
O -0.294 0.028 0.206
O -0.326 -0.275 -0.204
O -0.003 -0.564 0.235
O 0.122 0.021 -0.196
O -0.129 0.408 -0.424
O -0.17 -0.261 -0.559
O -0.196 -0.258 0.471
O 0.029 -0.042 0.299
O -0.038 0.592 0.521
O -0.023 -0.432 -0.006
O -0.173 -0.538 0.062
O 0.391 0.147 0.16
O 0.534 0.015 0.082
O -0.151 0.24 0.248
O -0.17 -0.001 -0.16
O 0.261 -0.29 0.053
O -0.47 0.316 0.04
O 0.213 0.037 -0.504
O 0.331 0.422 0.22
O 0.206 -0.084 0.232
O -0.383 0.316 -0.128
O -0.297 -0.404 -0.377
O -0.215 -0.24 -0.443
O 0.637 0.03 0.27
O 0.53 -0.321 0.278
O 0.437 0.529 0.205
O -0.478 -0.043 0.249
O 0.005 -0.063 -0.147
O 0.309 -0.083 0.163
O -0.406 0.351 -0.201
O 0.31 -0.208 -0.705
O -0.032 0.134 0.009
O -0.31 -0.525 0.28
O 0.143 -0.701 0.235
O -0.126 0.633 -0.437
O 0.457 -0.087 -0.011
O 0.375 -0.537 0.129
O -0.121 0.357 -0.046
O 0.191 -0.371 -0.137
O -0.107 -0.318 -0.136
O 0.158 0.018 -0.437
O 0.297 0.627 -0.288
O -0.116 -0.445 -0.168
O -0.501 0.242 -0.012
O 0.022 -0.13 -0.331
O 0.242 -0.034 0.137
O 0.023 0.437 0.1
O -0.607 0.08 -0.14
O 0.115 -0.2 0.321
O 0.062 0.145 -0.358
O -0.162 0.164 0.442
O 0.395 0.02 0.239
O -0.053 -0.152 0.283
O 0.044 0.438 0.42
O 0.03 -0.53 0.245
O -0.37 0.356 -0.189
O 0.267 0.557 0.099
O 0.116 -0.4 -0.033
O 0.248 0.044 -0.194
O -0.031 -0.181 0.628
O 0.076 0.435 0.384
O -0.22 0.255 0.437
O 0.11 0.454 -0.271
O -0.049 -0.398 0.063
O 0.175 -0.051 0.423
O -0.387 -0.446 -0.164
O 0.109 0.038 -0.291
O -0.197 -0.124 -0.386
O 0.118 0.325 0.299
O 0.087 -0.362 -0.073
O -0.125 0.114 0.33
O 0.033 0.421 -0.228
O 0.36 -0.509 -0.508
O -0.041 0.129 -0.293
O 0.223 0.399 0.092
O 0.178 -0.317 -0.07
O 0.292 0.075 0.019
O -0.202 0.076 -0.33
O -0.088 -0.2 -0.111
O -0.226 -0.207 -0.508
O 0.086 -0.056 -0.143
O -0.472 -0.497 -0.329
O -0.488 0.002 -0.254
O -0.093 -0.375 -0.414
O -0.05 0.104 -0.218
O 0.039 0.655 -0.337
O 0.295 0.643 0.566
O -0.1 0.27 -0.374
O 0.168 0.212 -0.357
O 0.506 0.164 0.279
O 0.502 -0.196 -0.504
O -0.628 -0.197 0.167
O 0.391 0.692 -0.141
O 0.011 0.083 -0.04
O -0.195 0.092 -0.084
O -0.345 -0.06 0.076
O 0.884 -0.121 -0.099
O -0.474 -0.254 0.431
O -0.024 0.099 -0.02
O 0.233 0.208 0.541
O -0.286 0.311 -0.041
O 0.073 -0.023 -0.229
O -0.046 0.466 -0.076
O -0.292 0.328 -0.421
O -0.085 -0.356 -0.618
O -0.286 -0.443 0.196
O 0.082 -0.165 0.59
O 0.149 0.43 -0.415
O -0.071 0.493 0.418
O 0.403 0.262 0.185
O 0.524 0.619 0.153
O -0.152 -0.541 0.056
O -0.351 -0.487 0.014
O 0.414 0.297 -0.105
O 0.013 -0.231 0.278
O 0.622 -0.302 -0.295
O -0.547 -0.377 -0.011
O 0.169 -0.359 0.131
O 0.38 0.067 0.511
O -0.112 -0.029 0.249
O -0.283 0.179 0.352
O 0.342 0.086 0.392
O 0.018 -0.298 0.357
O -0.196 -0.636 -0.25
O 0.253 -0.163 0.488
O -0.09 0.151 -0.071
O 0.204 0.525 0.188
O 0.305 0.181 0.161
O -0.359 0.433 0.379
O -0.046 -0.036 0.344
O -0.025 0.012 0.205
O -0.253 0.133 0.45
O 0.231 0.387 0.111
O -0.482 0.593 -0.103
O 0.114 -0.038 0.321
O 0.209 -0.129 -0.376
O 0.348 0.378 -0.233
O 0.489 -0.232 0.219
O -0.331 0.116 0.078
O 0.61 0.008 0.029
O 0.37 -0.194 -0.002
O 0.109 0.556 -0.088
O -0.333 0.265 0.342
O -0.448 -0.203 -0.347
O 0.191 0.419 0.478
O -0.366 -0.422 -0.245
O 0.448 -0.293 -0.12
O 0.246 -0.361 0.482
O 0.255 -0.296 0.306
O 0.026 0.269 0.266
O -0.165 0.03 0.312
O -0.042 -0.324 0.007
O 0.298 -0.577 0.324
O -0.717 -0.446 0.37
O 0.067 -0.567 -0.038
O 0.303 0.277 0.318
O 0.101 0.199 0.504
O 0.362 0.169 -0.299
O -0.445 -0.053 -0.128
O -0.289 -0.57 0.332
O 0.057 0.255 -0.038
O -0.04 0.33 0.187
O -0.491 -0.432 -0.122
O 0.282 0.414 -0.371
O 0.057 0.562 0.147
O -0.212 0.242 0.339
O -0.494 0.105 0.473
O -0.045 -0.231 -0.539
O -0.102 -0.671 -0.438
O 0.281 -0.195 0.583
O 0.395 -0.183 0.559
O 0.155 -0.038 0.39
O -0.259 -0.619 0.044
O 0.242 0.045 -0.027
O -0.758 -0.396 0.177
O -0.284 -0.404 0.01
O -0.226 0.225 0.274
O -0.054 0.631 -0.115
O 0.054 -0.108 0.31
O -0.232 -0.377 0.063
O -0.008 0.076 0.178
O 0.116 -0.136 -0.24
O 0.129 0.416 -0.672
O 0.475 -0.271 0.195
O -0.209 0.106 0.035
O 0.113 0.497 0.459
O 0.011 -0.06 0.23
O 0.053 -0.215 -0.318
O -0.162 -0.282 0.102
O -0.258 0.027 -0.144
O -0.103 0.433 0.4
O -0.02 -0.061 0.248
O 0.081 0.553 -0.33
O 0.638 -0.086 -0.349
O -0.186 -0.121 -0.499
O 0.008 0.055 0.151
O 0.304 -0.143 -0.307
O -0.21 0.246 0.073
O 0.5 0.204 -0.732
O 0.225 0.347 -0.098
